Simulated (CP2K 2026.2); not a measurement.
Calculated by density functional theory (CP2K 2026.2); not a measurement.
Periodic cell of 2016 atoms, Si1440O576, from a study of silicon, its oxide and their interface. The atomic structure is a simulated model.
Doubt: the forces sum to 4.22 eV/angstrom along one axis rather than to zero, so they err by at least 0.0021 eV/angstrom per atom on average; the grid cutoff is modest.

Settings
functional: PBE
method: Gaussian and plane waves
basis set: DZVP-MOLOPT-SR-GTH
pseudopotentials: GTH-PBE
grid cutoff: 300 Ry, relative cutoff 40 Ry
k points: Gamma only
occupations: fixed
spin: none
net charge: 0

Cell vectors (angstrom)
a	65.28	0	0
b	0	16.32	0
c	0.06	-0.5252	33.3873

Atoms and the computed forces on them: element, x, y, z (angstrom), force x, y, z (eV/angstrom)
Si	1.367	-1.202	0.164	0.069	-0.184	0.762
Si	4.099	1.451	0.238	0.026	-0.149	0.674
Si	1.829	3.571	0.052	-0.154	0.139	0.828
Si	3.957	6.826	-0.013	0.235	-0.158	0.722
Si	1.79	-7.169	-0.158	-0.252	0.247	0.798
Si	4.496	-4.363	0.044	-0.166	0.166	0.785
Si	7.383	-1.889	0.16	-0.088	0.08	0.779
Si	9.441	1.459	-0.07	0.248	-0.176	0.748
Si	7.148	3.661	0.11	-0.02	0.18	0.752
Si	9.811	6.649	0.3	-0.279	0.118	0.739
Si	6.645	9.706	0.177	0.052	-0.216	0.764
Si	9.473	12.193	0.57	0.009	-0.023	0.541
Si	12.168	-1.636	0.543	0.071	0.192	0.741
Si	14.854	1.117	0.392	-0.084	0.251	0.714
Si	12.15	4.52	0.374	0.013	-0.379	0.65
Si	14.846	6.75	0.946	0.135	0.031	0.544
Si	11.611	9.986	0.253	0.231	0.033	0.766
Si	14.54	-3.594	0.189	0.182	-0.436	0.773
Si	17.2	-0.983	0.22	0.264	-0.336	0.779
Si	20.435	1.109	-0.019	-0.052	0.127	0.677
Si	16.93	4.535	0.221	0.271	-0.251	0.66
Si	20.287	6.704	-0.171	-0.322	0.273	0.67
Si	17.415	-6.706	0.315	0.093	-0.037	0.69
Si	20.236	-4.074	0.141	0.17	-0.098	0.63
Si	22.761	-1.046	-0.038	0.123	-0.147	0.65
Si	25.778	1.315	-0.345	0.261	-0.083	0.756
Si	22.58	4.466	-0.142	0.277	-0.26	0.767
Si	25.449	7.085	0.001	0.347	-0.415	0.692
Si	23.16	-7.053	0.204	-0.294	0.371	0.711
Si	26.009	-4.251	0.421	-0.153	-0.061	0.626
Si	28.654	-1.739	0.135	-0.194	0.127	0.675
Si	31.027	1.201	-0.024	0.047	0.101	0.663
Si	28.571	4.333	-0.163	0.118	-0.117	0.748
Si	31.357	7.234	-0.291	-0.199	-0.239	0.758
Si	27.998	-6.596	0.174	0.391	0.019	0.721
Si	31.906	-4.76	-0.015	-0.241	0.121	0.786
Si	34.372	-1.813	-0.033	-0.209	0.188	0.722
Si	36.643	1.414	0.127	0.256	-0.166	0.676
Si	34.235	3.492	-0.308	-0.344	0.529	0.553
Si	36.225	7.234	-0.133	0.165	-0.061	0.744
Si	34.115	-6.844	0.394	0.042	0.051	0.591
Si	36.67	-3.937	0.018	0.161	-0.111	0.669
Si	39.859	-1.542	0.04	-0.209	0.061	0.761
Si	-23.308	1.492	0.25	0.257	-0.186	0.692
Si	39.88	3.855	0.221	-0.189	0.164	0.72
Si	-23.07	7.136	-0.003	0.093	-0.247	0.663
Si	39.938	-6.985	-0.12	-0.342	0.162	0.741
Si	-23.178	-3.765	0.071	0.11	-0.092	0.697
Si	-19.957	-1.227	-0.031	-0.196	-0.064	0.721
Si	-17.904	1.666	0.277	0.086	-0.049	0.753
Si	-20.266	3.675	0.036	-0.115	0.347	0.649
Si	-17.981	7.022	-0.008	0.269	-0.157	0.766
Si	-19.921	-6.797	0.023	-0.367	0.19	0.689
Si	-17.34	-4.396	0.163	-0.166	0.226	0.728
Si	-14.814	-1.681	0.134	-0.039	0.203	0.781
Si	-12.556	1.425	0.103	0.312	-0.021	0.684
Si	-14.679	3.725	0.065	-0.103	0.261	0.784
Si	-12.041	6.735	-0.053	-0.208	0.081	0.76
Si	-15.078	-6.598	-0.016	0.2	-0.301	0.75
Si	-12.497	-3.786	-0.001	0.138	-0.168	0.788
Si	-9.316	-1.56	-0.081	-0.141	0.156	0.713
Si	-6.64	1.177	0.112	-0.211	0.185	0.694
Si	-9.872	4.461	0.088	0.027	-0.086	0.819
Si	-7.126	7.279	0.05	0.12	-0.403	0.738
Si	-9.433	-6.906	0.264	-0.022	0.2	0.773
Si	-6.976	-3.632	0.077	-0.046	-0.197	0.652
Si	-4.361	-1.025	0.047	0.217	-0.259	0.741
Si	-1	0.802	0.068	-0.077	0.353	0.739
Si	-4.253	4.038	-0.002	0.123	0.207	0.712
Si	-1.59	7.172	-0.303	0.06	-0.221	0.676
Si	-3.988	-7.041	-0.15	0.027	0.156	0.681
Si	-1.302	-3.973	-0.384	-0.14	-0.031	0.811
Si	2.836	-0.039	1.523	-0.006	0.02	-0.025
Si	5.583	2.653	1.538	0.015	0.001	-0.031
Si	2.788	5.299	1.328	-0.014	0.03	-0.036
Si	5.461	8.052	1.354	-0.003	0.033	-0.067
Si	2.802	-5.52	1.223	0.013	-0.004	-0.039
Si	5.607	-2.823	1.433	-0.021	-0.029	-0.063
Si	8.339	-0.112	1.387	-0.022	0.081	-0.044
Si	10.952	2.7	1.34	-0.026	0.048	-0.086
Si	8.186	5.364	1.402	-0.004	-0.019	-0.046
Si	10.779	8.276	1.664	0.008	-0.076	-0.049
Si	8.054	10.793	1.707	-0.049	-0.051	-0.065
Si	10.805	-2.82	1.928	-0.022	-0.02	-0.046
Si	13.412	-0.059	1.744	-0.02	-0.047	-0.065
Si	16.054	2.789	1.529	0.032	-0.039	-0.076
Si	13.434	5.411	2.085	-0.063	-0.038	0.055
Si	16.242	-8.015	1.822	0.032	0.086	-0.038
Si	13.447	-5.337	1.412	0.084	-0.022	-0.126
Si	16.174	-2.626	1.554	0.048	-0.036	-0.061
Si	18.929	0.028	1.421	0.003	-0.008	-0.034
Si	21.593	2.774	1.202	0.013	0.025	-0.042
Si	18.798	5.531	1.292	0.04	-0.016	-0.029
Si	21.507	-8.192	1.353	0.006	-0.052	-0.033
Si	18.939	-5.434	1.536	0.018	-0.007	-0.072
Si	21.729	-2.711	1.345	0.015	-0.01	-0.027
Si	24.429	0.074	1.207	0.022	-0.011	-0.039
Si	27.325	2.619	1.026	-0.058	0.005	-0.059
Si	24.327	5.399	1.196	-0.02	0.014	-0.016
Si	26.989	-8.183	1.485	-0.088	-0.068	-0.015
Si	24.337	-5.456	1.487	-0.068	-0.014	-0.04
Si	27.196	-2.731	1.638	0.029	0.014	0.009
Si	29.951	-0.256	1.405	-0.07	0.041	-0.067
Si	32.496	2.694	1.134	-0.009	-0.043	-0.041
Si	29.946	5.728	1.11	0.108	0.007	-0.058
Si	32.617	-8.198	1.488	-0.033	0.036	-0.06
Si	29.961	-5.582	1.19	-0.097	0.015	-0.059
Si	32.792	-2.961	1.304	-0.054	0.053	-0.073
Si	35.361	-0.118	1.313	-0.049	-0.032	0.009
Si	38.192	2.68	1.383	-0.004	0.001	-0.033
Si	35.246	5.389	1.023	-0.002	-0.147	0.011
Si	38.109	-8.094	1.051	0.069	-0.033	-0.036
Si	35.551	-5.413	1.475	-0.016	0.064	-0.043
Si	38.207	-2.709	1.284	-0.006	0.012	-0.07
Si	-24.434	-0.045	1.532	0.008	-0.046	0
Si	-21.699	2.625	1.518	-0.004	-0.039	-0.026
Si	-24.265	5.534	1.332	-0.01	0.059	-0.024
Si	-21.628	-7.936	1.302	0.076	0.009	-0.058
Si	-24.357	-5.386	1.334	-0.027	0.003	-0.056
Si	-21.473	-2.661	1.264	0.018	0.046	-0.075
Si	-19.068	0.155	1.602	0.059	-0.035	-0.039
Si	-16.285	2.778	1.47	0.002	0.008	-0.033
Si	-19.146	5.429	1.249	0.007	-0.062	-0.053
Si	-16.277	-8.213	1.253	0.002	0.017	-0.072
Si	-18.868	-5.445	1.562	0.013	0.016	-0.047
Si	-16.308	-2.785	1.491	0.005	0.006	0.012
Si	-13.717	-0.046	1.443	-0.003	-0.081	-0.038
Si	-10.946	2.724	1.292	-0.006	-0.023	-0.063
Si	-13.579	5.455	1.245	0.005	-0.024	-0.078
Si	-10.947	-8.155	1.48	0.015	-0.024	-0.056
Si	-13.568	-5.424	1.343	-0.001	0.049	-0.047
Si	-10.885	-2.676	1.298	0.003	0.005	-0.046
Si	-8.218	-0.009	1.338	-0.01	-0.025	-0.056
Si	-5.546	2.768	1.438	0.031	-0.047	-0.038
Si	-8.191	5.537	1.301	0.038	0.042	-0.065
Si	-5.432	8.203	1.364	0.032	-0.014	-0.035
Si	-8.117	-5.313	1.336	0.019	0.048	-0.049
Si	-5.459	-2.567	1.437	0.009	0.001	-0.008
Si	-2.683	-0.09	1.398	-0.072	0.004	0.028
Si	0.08	2.558	1.262	-0.036	-0.011	-0.04
Si	-2.695	5.468	1.063	0.009	0.023	-0.064
Si	0.026	8.165	1.131	0.04	0.014	-0.006
Si	-2.686	-5.408	1.02	-0.006	0.027	-0.078
Si	-0.019	-2.754	1.248	0.005	-0.013	-0.072
Si	1.387	1.306	2.79	-0.006	0.008	0.033
Si	4.159	4.052	2.79	-0.008	0.012	0.013
Si	1.319	6.715	2.569	0.017	0.022	-0.012
Si	4.082	9.447	2.704	0.005	0.013	0.029
Si	1.373	-4.161	2.566	0.003	-0.011	0.015
Si	4.192	-1.459	2.762	0.007	-0.026	0.003
Si	6.897	1.2	2.8	0.041	-0.033	0.007
Si	9.551	4.029	2.788	0.03	-0.018	0.04
Si	6.805	6.725	2.761	0.001	-0.004	-0.036
Si	9.4	9.472	3.058	-0.001	0.007	0.038
Si	6.754	12.204	2.991	-0.004	0.038	0.052
Si	9.491	-1.307	3.034	-0.028	0.019	0.055
Si	12.135	1.419	2.948	-0.06	0.026	-0.017
Si	14.879	3.999	3.143	0.06	-0.024	0.067
Si	12.085	6.953	3.122	-0.03	0.012	0.037
Si	14.774	-6.636	2.932	-0.079	0.062	0.036
Si	12.248	-4.164	3.074	0.067	-0.072	0.067
Si	14.867	-1.357	3.023	0.025	-0.049	0.045
Si	17.584	1.442	2.779	-0.042	-0.024	0.042
Si	20.223	4.111	2.627	-0.012	0.015	0.005
Si	17.669	6.842	2.919	0.035	-0.035	0.018
Si	20.33	-6.792	2.826	0.009	0.01	0.012
Si	17.569	-4.029	2.839	-0.023	0.032	0.023
Si	20.311	-1.38	2.723	-0.015	0.026	0.038
Si	23.058	1.451	2.583	-0.027	0.006	0.017
Si	25.834	3.995	2.437	0.002	-0.013	0.022
Si	22.986	6.76	2.66	0.044	0.015	0.031
Si	25.692	-6.812	2.855	0.018	-0.002	0.034
Si	23.056	-4.012	2.778	-0.016	-0.01	0.031
Si	25.731	-1.274	2.709	0.009	0.028	0.004
Si	28.56	1.288	2.571	0.028	-0.002	0.023
Si	31.258	4.196	2.486	-0.054	0.003	0.001
Si	28.538	6.837	2.656	0.026	0.023	0.011
Si	31.193	-6.85	2.749	0.038	0.049	0.037
Si	28.701	-4.166	2.724	-0.019	-0.071	0.031
Si	31.398	-1.557	2.673	0.069	-0.026	0.018
Si	33.912	1.312	2.553	0.008	0.037	0.011
Si	36.71	4.133	2.523	-0.041	0.012	0.01
Si	33.999	6.643	2.626	0.054	-0.055	0.05
Si	36.902	-6.844	2.677	0.016	-0.042	0.035
Si	34.112	-4.139	2.809	0.007	0.007	0.049
Si	36.795	-1.389	2.683	0.025	0.01	0.035
Si	-25.822	1.329	2.818	-0.024	-0.011	0.033
Si	-23.031	4.122	2.753	-0.025	-0.034	0.027
Si	-25.824	6.856	2.532	0.007	0.012	0.035
Si	-23.024	-6.709	2.725	0.001	0.002	0.022
Si	-25.779	-4.095	2.687	-0.012	0.02	0.02
Si	-22.917	-1.374	2.728	0.047	0.024	-0.017
Si	-20.411	1.388	2.98	-0.02	0.045	0.061
Si	-17.704	4.177	2.703	-0.047	0.025	0.034
Si	-20.399	6.849	2.658	0.012	0.013	0.019
Si	-17.545	-6.895	2.789	0.03	-0.016	0.025
Si	-20.317	-4.058	2.759	-0.033	-0.01	-0.01
Si	-17.673	-1.348	2.775	-0.022	-0.015	0.002
Si	-15.021	1.331	2.815	-0.002	0.006	-0.009
Si	-12.27	4.085	2.69	0.002	0.003	0.029
Si	-14.942	6.775	2.648	0.005	-0.007	-0.027
Si	-12.275	-6.766	2.762	-0.012	0.018	0.012
Si	-14.921	-4.134	2.802	0.006	-0.046	0.029
Si	-12.227	-1.343	2.722	0.004	-0.008	0.026
Si	-9.56	1.393	2.66	-0.02	-0.004	-0.001
Si	-6.896	4.142	2.713	-0.032	0.047	0.037
Si	-9.527	6.818	2.765	0.015	-0.03	0.05
Si	-6.767	-6.708	2.697	-0.014	-0.01	0.008
Si	-9.545	-4.04	2.704	-0.008	0.006	0.007
Si	-6.847	-1.281	2.791	-0.008	0.01	0.039
Si	-4.058	1.382	2.68	-0.041	-0.022	0.033
Si	-1.34	4.052	2.488	-0.001	0.004	-0.004
Si	-4.06	6.741	2.588	0.04	-0.019	0.012
Si	-1.338	-6.763	2.504	-0.007	-0.003	-0.017
Si	-4.039	-4.094	2.549	0.026	-0.023	-0.026
Si	-1.348	-1.467	2.732	0.022	0.009	0.021
Si	-0.001	-0.069	4.085	-0.018	0.022	-0.013
Si	2.742	2.695	4.111	-0.024	-0.007	-0.024
Si	-0.026	5.381	3.954	-0.009	-0.011	0.029
Si	2.672	8.08	4.004	-0.008	0.003	-0.035
Si	0.007	-5.479	3.971	-0.037	-0.009	-0.014
Si	2.717	-2.811	4.019	-0.022	-0.006	-0.024
Si	5.475	-0.084	4.17	0.027	0.03	0
Si	8.182	2.658	4.163	0.013	0.003	-0.059
Si	5.446	5.422	4.165	-0.016	-0.017	0.006
Si	8.048	8.056	4.277	-0.017	-0.01	0.001
Si	5.35	10.794	4.2	0.013	-0.04	-0.028
Si	8.106	-2.716	4.308	-0.015	-0.01	-0.034
Si	10.833	0.057	4.346	0.038	-0.021	-0.003
Si	13.497	2.661	4.401	0.002	0.006	0.017
Si	10.756	5.433	4.294	-0.003	-0.025	-0.059
Si	13.532	-8.048	4.357	0.038	0.011	0.028
Si	10.819	-5.493	4.362	0.05	0	-0.032
Si	13.565	-2.738	4.382	-0.007	-0.005	-0.024
Si	16.281	0.061	4.228	0.004	0.035	-0.049
Si	18.966	2.775	4.118	-0.007	0.04	0.005
Si	16.309	5.465	4.285	-0.033	0.032	-0.024
Si	19.028	-8.133	4.246	-0.035	0.006	-0.003
Si	16.222	-5.348	4.251	-0.013	-0.019	0.018
Si	18.98	-2.69	4.162	0.01	-0.003	-0.008
Si	21.715	0.048	3.997	0.041	-0.027	-0.025
Si	24.472	2.748	3.952	-0.004	0.007	-0.014
Si	21.651	5.416	4.038	-0.009	-0.027	-0.043
Si	24.34	-8.22	4.108	-0.061	0.014	-0.01
Si	21.713	-5.405	4.13	0.005	-0.001	0.005
Si	24.437	-2.661	4.101	0.016	-0.002	0.018
Si	27.166	0.045	4.02	0.023	-0.023	0.009
Si	29.915	2.742	3.871	0.031	-0.003	-0.008
Si	27.16	5.374	3.902	-0.047	-0.006	-0.023
Si	29.859	-8.187	4.104	0	0.005	0.023
Si	27.21	-5.461	4.071	0.004	0.035	-0.058
Si	29.993	-2.791	4.094	0.002	-0.022	0.03
Si	32.656	-0.054	3.993	0.008	-0.025	0.026
Si	35.337	2.715	3.887	-0.005	0.011	-0.043
Si	32.619	5.382	4.013	-0.062	0.045	0.004
Si	35.412	-8.229	3.935	-0.025	0.024	-0.053
Si	32.643	-5.492	4.065	-0.039	0.008	-0.053
Si	35.441	-2.719	4.094	0.007	0.003	-0.003
Si	-27.197	-0.026	4.109	-0.006	-0.028	0.012
Si	-24.435	2.749	4.083	0.028	-0.022	-0.013
Si	-27.188	5.475	3.926	0.012	-0.015	-0.043
Si	-24.456	-8.127	3.977	-0.044	-0.026	-0.053
Si	-27.111	-5.454	4.076	-0.023	0.043	0.009
Si	-24.379	-2.732	4.032	0.002	-0.015	-0.058
Si	-21.744	-0.021	4.232	-0.012	-0.032	0.01
Si	-18.984	2.8	4.153	0.03	-0.004	-0.019
Si	-21.706	5.495	4.096	0.009	0.014	-0.04
Si	-18.995	-8.203	4.08	-0.006	0.007	-0.007
Si	-21.696	-5.394	4.116	0.023	-0.021	0.016
Si	-19.002	-2.708	4.144	0.016	0.004	-0.006
Si	-16.334	-0.023	4.172	-0.023	0.011	0.002
Si	-13.611	2.723	4.083	0.008	0.049	-0.016
Si	-16.311	5.479	4.071	-0.013	0.006	-0.021
Si	-13.624	-8.17	4.066	-0.02	-0.022	-0.013
Si	-16.256	-5.495	4.16	-0.017	0.018	-0.016
Si	-13.557	-2.73	4.105	-0.012	0.026	-0.048
Si	-10.883	0.031	4.068	-0.007	-0.008	-0.02
Si	-8.208	2.733	4.054	0.024	-0.027	0.01
Si	-10.888	5.418	4.078	0.008	-0.035	-0.032
Si	-8.135	-8.11	4.05	0.002	-0.016	-0.013
Si	-10.874	-5.423	4.086	0.053	0.019	-0.031
Si	-8.187	-2.7	4.092	0.014	-0.008	-0.029
Si	-5.424	0.047	4.081	0.001	-0.001	-0.012
Si	-2.683	2.745	3.978	0.036	0.017	0.004
Si	-5.433	5.442	4.017	0.028	0.012	-0.013
Si	-2.696	8.157	3.909	0.007	0.015	-0.024
Si	-5.378	-5.4	4.02	0.001	0.033	0.004
Si	-2.727	-2.807	4.038	-0.01	-0.002	0.035
Si	1.259	-1.442	16.351	-0.035	0	0.007
Si	3.984	1.316	16.422	0.014	0.021	0.022
Si	1.294	4.012	16.379	-0.022	0.007	0.022
Si	4.004	6.806	16.355	-0.003	0.017	0.006
Si	1.318	-6.851	16.422	-0.013	-0.007	0.022
Si	3.966	-4.135	16.387	0.004	-0.005	0.024
Si	6.672	-1.362	16.379	-0.006	-0.006	-0.002
Si	9.485	1.404	16.38	0.005	0.008	0.02
Si	6.764	4.078	16.392	-0.01	0.018	0.024
Si	9.45	6.769	16.343	-0.003	0.005	0.003
Si	6.717	9.49	16.337	0.022	0.003	-0.004
Si	9.482	-4.066	16.346	0.005	-0.004	-0.002
Si	12.249	-1.33	16.396	0.016	-0.003	0.016
Si	14.944	1.356	16.386	-0.018	-0.009	0.005
Si	12.234	4.068	16.391	0.01	-0.002	0.02
Si	14.955	-9.541	16.372	0.007	-0.018	0.006
Si	12.21	-6.795	16.322	-0.004	0.002	0.004
Si	14.995	-4.011	16.374	0.012	0.014	0.006
Si	17.649	-1.318	16.402	-0.007	-0.007	0.027
Si	20.437	1.385	16.347	0.003	-0.013	-0.011
Si	17.667	4.116	16.358	0.014	0	0.008
Si	20.446	-9.435	16.336	0.002	0.031	-0.017
Si	17.701	-6.729	16.36	-0.009	0.006	0.009
Si	20.388	-4.079	16.299	-0.02	0.009	-0.015
Si	23.177	-1.326	16.304	0.001	-0.009	0.004
Si	25.916	1.424	16.313	0.008	0.011	0.008
Si	23.164	4.132	16.35	0.012	-0.002	0.006
Si	25.874	-9.517	16.352	0.013	-0.001	0.02
Si	23.132	-6.789	16.372	-0.019	0.009	0.022
Si	25.847	-4.092	16.343	0.013	-0.015	0.005
Si	28.572	-1.317	16.271	-0.003	-0.005	0.002
Si	31.331	1.406	16.26	0.004	0.002	0.003
Si	28.554	4.106	16.317	0.011	-0.024	0.012
Si	31.283	-9.506	16.28	-0.009	-0.004	0.011
Si	28.562	-6.792	16.336	-0.001	0.002	0.009
Si	31.262	-4.068	16.242	-0.015	-0.016	0.006
Si	34.034	-1.328	16.246	0.014	-0.04	0.005
Si	36.738	1.392	16.27	0.018	0.012	0.011
Si	34.018	4.13	16.274	0.009	-0.013	0.005
Si	36.804	-9.495	16.22	0.016	-0.005	0.003
Si	34.039	-6.718	16.181	-0.01	0.012	0.001
Si	36.748	-4.034	16.289	0.029	0.023	0.011
Si	-25.845	-1.321	16.316	-0.023	-0.011	0.023
Si	-23.101	1.39	16.31	-0.008	-0.005	0.015
Si	-25.794	4.125	16.262	0.002	-0.002	-0.001
Si	-23.083	-9.467	16.308	0.002	0.019	0.006
Si	-25.791	-6.773	16.3	-0.025	0.006	0.004
Si	-23.122	-4.055	16.245	-0.01	0.031	-0.001
Si	-20.397	-1.316	16.263	0.004	0.002	-0.007
Si	-17.688	1.413	16.273	-0.005	0.015	-0.012
Si	-20.38	4.135	16.354	0.011	0.008	0.022
Si	-17.658	-9.56	16.311	-0.005	0.005	-0.004
Si	-20.383	-6.781	16.284	0.012	0.008	0.011
Si	-17.648	-4.089	16.296	0.013	0.004	-0.028
Si	-14.948	-1.376	16.304	-0.005	-0.01	0.02
Si	-12.245	1.29	16.392	0.027	-0.008	-0.003
Si	-14.954	4.056	16.389	-0.006	-0.02	0.027
Si	-12.239	-9.541	16.349	-0.015	0.019	-0.008
Si	-14.92	-6.836	16.325	0	0.004	-0.001
Si	-12.239	-4.158	16.25	0.002	-0.008	0.005
Si	-9.566	-1.437	16.319	-0.023	-0.008	-0.003
Si	-6.839	1.293	16.281	0.009	-0.004	0.007
Si	-9.546	4.009	16.352	-0.024	-0.004	0.016
Si	-6.865	6.651	16.305	-0.022	-0.01	0.005
Si	-9.574	-6.921	16.289	-0.019	0.001	-0.005
Si	-6.845	-4.163	16.28	0.001	-0.007	0.004
Si	-4.143	-1.475	16.265	0.009	0.005	0.011
Si	-1.459	1.282	16.313	-0.002	-0.018	0
Si	-4.154	3.949	16.338	-0.011	-0.026	0.03
Si	-1.385	6.746	16.349	0.026	0.017	0.009
Si	-4.13	9.407	16.26	-0.011	-0.029	-0.005
Si	-1.387	-4.128	16.329	0.018	0.033	0.003
Si	2.597	-0.106	17.73	0.008	-0.034	-0.001
Si	5.404	2.702	17.728	-0.004	-0.014	-0.011
Si	2.648	5.446	17.692	-0.029	-0.005	0.004
Si	5.357	8.163	17.732	0.016	-0.007	0.015
Si	2.686	-5.513	17.831	0	-0.029	0.028
Si	5.28	-2.73	17.728	0.017	0.035	0.015
Si	8.029	0.076	17.656	-0.045	-0.002	-0.029
Si	10.897	2.712	17.77	-0.006	-0.019	0.045
Si	8.094	5.473	17.773	-0.018	-0.017	0.055
Si	10.886	8.086	17.633	0.019	0.013	0
Si	8.099	10.865	17.63	-0.035	-0.001	0.027
Si	10.852	-2.689	17.695	0.04	-0.018	0.042
Si	13.657	-0.032	17.801	0.01	-0.02	0.007
Si	16.271	2.76	17.707	0.011	0.023	0.002
Si	13.6	5.415	17.765	0.031	-0.003	0.009
Si	16.329	-8.131	17.647	0.014	0.016	-0.018
Si	13.567	-5.374	17.615	-0.038	-0.003	-0.006
Si	16.311	-2.665	17.837	-0.024	0.022	-0.013
Si	19.024	0.073	17.704	0.017	-0.012	0.006
Si	21.82	2.741	17.683	-0.009	0	0.039
Si	19.041	5.544	17.626	-0.047	-0.033	-0.001
Si	21.778	-8.118	17.786	-0.021	-0.03	0.015
Si	19.042	-5.36	17.753	-0.021	0.041	0.019
Si	21.763	-2.707	17.572	0.024	0.017	-0.035
Si	24.581	0.039	17.633	-0.022	-0.006	-0.017
Si	27.218	2.786	17.757	-0.006	0.002	0.047
Si	24.525	5.466	17.754	-0.005	-0.038	0.028
Si	27.215	-8.161	17.732	0.013	0.03	0.005
Si	24.485	-5.447	17.748	-0.003	-0.01	0.073
Si	27.227	-2.696	17.634	0.017	-0.003	-0.006
Si	29.95	0.063	17.592	-0.013	0.014	0.013
Si	32.657	2.783	17.656	-0.012	-0.012	-0.015
Si	29.927	5.438	17.671	0.031	0.006	-0.016
Si	32.665	-8.047	17.497	0.005	0.007	-0.021
Si	29.92	-5.399	17.67	0.03	0.018	0.034
Si	32.656	-2.716	17.548	-0.007	0.015	0.008
Si	35.375	0.036	17.629	-0.029	0.027	0.008
Si	38.159	2.73	17.597	-0.026	-0.002	0.028
Si	35.445	5.494	17.564	-0.002	-0.01	0.039
Si	38.146	-8.168	17.638	0.018	-0.015	0.015
Si	35.39	-5.422	17.616	-0.015	0.009	0.012
Si	38.058	-2.656	17.694	-0.011	0.02	0.001
Si	-24.459	0.03	17.679	-0.016	0.008	-0.024
Si	-21.765	2.775	17.678	0.026	-0.015	0.011
Si	-24.48	5.526	17.641	-0.037	-0.032	-0.004
Si	-21.697	-8.134	17.684	-0.034	0.001	0.004
Si	-24.411	-5.417	17.65	0.05	-0.025	0.042
Si	-21.812	-2.646	17.577	0.009	0.028	-0.013
Si	-19.036	0.057	17.599	-0.026	-0.002	0.023
Si	-16.375	2.712	17.728	-0.003	0.001	0.01
Si	-18.994	5.468	17.759	-0.008	0.013	0.006
Si	-16.306	-8.199	17.642	0.013	-0.014	-0.005
Si	-19.056	-5.4	17.637	0.003	-0.028	0.05
Si	-16.253	-2.773	17.652	-0.007	0.005	0.039
Si	-13.627	-0.072	17.75	0.021	-0.012	0.03
Si	-10.866	2.642	17.745	-0.005	0.023	0.004
Si	-13.588	5.451	17.725	0.003	-0.01	0.025
Si	-10.869	-8.25	17.768	0.034	0.007	0.014
Si	-13.493	-5.53	17.674	-0.008	-0.017	0.011
Si	-10.964	-2.806	17.649	0.002	0.02	0.027
Si	-8.177	-0.076	17.628	-0.004	-0.015	-0.006
Si	-5.518	2.575	17.732	0.026	0.001	0.063
Si	-8.215	5.338	17.76	0.043	0.021	0.027
Si	-5.473	7.998	17.591	0.038	0.022	0.004
Si	-8.223	-5.552	17.582	-0.023	-0.021	0.002
Si	-5.49	-2.818	17.648	0.004	0.012	0.014
Si	-2.798	-0.145	17.63	0.021	0.003	-0.013
Si	-0.109	2.62	17.688	0.022	0.002	0
Si	-2.767	5.343	17.621	0.04	0.029	-0.02
Si	-0.03	-8.236	17.779	0.012	-0.019	0.013
Si	-2.759	-5.551	17.574	0.001	-0.013	-0.002
Si	-0.08	-2.768	17.774	-0.014	0.008	0.053
Si	1.146	1.17	19.048	-0.072	-0.037	0.001
Si	4.059	4.13	18.998	0.028	0.033	-0.033
Si	1.352	6.726	19.179	0.014	-0.018	-0.01
Si	4.089	-6.87	19.242	-0.018	0.015	0.011
Si	1.315	-4.111	19.137	0.012	0.008	-0.036
Si	3.945	-1.391	19.182	-0.003	-0.043	0.015
Si	6.736	1.372	19.148	0.005	0.004	0.002
Si	9.538	4.132	19.074	-0.007	0.032	-0.038
Si	6.683	6.855	19.139	0.004	-0.021	-0.01
Si	9.524	9.481	18.874	0	0.002	-0.033
Si	6.676	-4.135	18.963	0.002	-0.037	-0.046
Si	9.395	-1.289	18.91	-0.013	0	-0.018
Si	12.279	1.301	19.127	0.003	0.045	0.01
Si	14.958	4.068	19.165	-0.013	-0.042	0.018
Si	12.208	6.765	19.084	-0.031	0.007	-0.008
Si	14.882	-6.79	18.899	-0.009	-0.012	-0.012
Si	12.297	-4.004	19.036	0.038	0.019	-0.04
Si	14.974	-1.346	19.317	-0.048	0.005	0.003
Si	17.644	1.46	19.059	0.032	-0.022	-0.027
Si	20.399	4.168	18.911	-0.004	-0.007	-0.039
Si	17.726	-9.412	19.031	-0.021	0.02	-0.031
Si	20.396	-6.708	19.116	0.052	-0.047	-0.014
Si	17.706	-4.001	19.183	0.043	0.004	0.027
Si	20.403	-1.383	18.92	-0.049	-0.013	-0.052
Si	23.239	1.364	19.008	0.008	0.051	-0.027
Si	25.799	4.085	19.206	0.013	-0.038	-0.019
Si	23.177	-9.497	19.137	0	0.012	-0.011
Si	25.817	-6.871	19.143	-0.02	-0.025	0.013
Si	23.072	-3.999	18.994	-0.025	0.006	-0.042
Si	25.94	-1.299	19.003	0.013	0.014	0.023
Si	28.715	1.467	19.034	0.005	0.025	0.003
Si	31.31	4.135	19.058	-0.018	-0.023	0.001
Si	28.585	-9.553	19.071	-0.043	0.02	0.013
Si	31.326	-6.793	18.956	0.015	0.005	-0.059
Si	28.538	-4.032	19.039	0.018	-0.026	-0.009
Si	31.304	-1.343	18.874	0.004	-0.008	-0.046
Si	34.036	1.418	18.979	0.048	0.008	-0.014
Si	36.835	4.125	18.908	-0.03	0.031	-0.033
Si	34.109	-9.321	18.78	0.057	0.032	-0.09
Si	36.75	-6.83	18.947	-0.026	-0.034	-0.021
Si	33.965	-4.085	18.93	-0.036	0.011	0
Si	36.664	-1.281	19.085	0.061	-0.051	0.021
Si	39.494	1.407	19.04	-0.019	0.009	-0.015
Si	-23.138	4.191	18.994	-0.01	-0.01	-0.022
Si	39.534	-9.431	19.097	0.028	-0.004	0.019
Si	-23.013	-6.751	19.049	-0.003	0.01	-0.008
Si	39.493	-4.05	18.964	-0.023	0.051	0.017
Si	-23.091	-1.318	19.048	0.024	0.011	0.004
Si	-20.374	1.41	19.002	0.019	-0.014	-0.019
Si	-17.671	4.093	19.171	0.005	0.006	0.015
Si	-20.319	-9.425	19.109	0.049	0.03	-0.019
Si	-17.682	-6.815	18.93	-0.031	-0.009	-0.043
Si	-20.483	-3.986	18.907	0.005	0	-0.036
Si	-17.674	-1.355	18.879	0.031	0.016	-0.056
Si	-15.054	1.297	19.062	-0.022	-0.022	-0.031
Si	-12.212	4.074	19.06	0.017	0.025	-0.031
Si	-14.963	-9.491	19.087	-0.022	0.022	-0.02
Si	-12.165	-6.85	19.154	-0.006	0.031	0.035
Si	-14.824	-4.153	18.989	0.015	0.06	-0.054
Si	-12.328	-1.536	19.114	-0.041	-0.05	-0.04
Si	-9.495	1.211	19.069	-0.01	0.025	-0.009
Si	-6.897	3.921	19.12	-0.014	-0.036	-0.044
Si	-9.541	6.698	19.191	-0.036	-0.018	0.016
Si	-6.886	9.333	18.86	-0.031	-0.02	-0.06
Si	-9.583	-4.192	18.927	-0.013	-0.028	-0.028
Si	-6.847	-1.432	18.993	0.006	0.034	0
Si	-4.174	1.096	19.026	-0.042	-0.048	-0.023
Si	-1.444	4.022	19.015	0.013	0.015	0.015
Si	-4.148	6.629	18.982	-0.026	0.01	-0.005
Si	-1.473	-6.85	19.023	-0.003	0.011	-0.033
Si	-4.124	-4.252	18.921	0.008	-0.003	-0.031
Si	-1.54	-1.445	19.123	-0.022	0.019	-0.01
Si	-0.252	-0.107	20.597	-0.007	0.057	0.032
Si	2.602	2.682	20.056	-0.003	0.028	-0.07
Si	-0.084	5.326	20.475	0.002	0.031	-0.053
Si	2.776	8.026	20.64	0.031	-0.037	0.042
Si	-0.132	-5.466	20.385	-0.027	0.041	0.039
Si	2.621	-2.79	20.632	0.019	0.005	0.055
Si	5.337	0.014	20.515	0.032	0.068	0.068
Si	8.184	2.773	20.412	-0.017	-0.033	0.018
Si	5.343	5.417	20.534	0.027	-0.008	0.053
Si	8.168	8.29	20.326	-0.031	-0.066	0.025
Si	5.497	-5.444	20.543	-0.013	0.008	0.073
Si	8.017	-2.682	20.167	-0.035	0.047	0.03
Si	10.777	-0.077	20.331	0.012	0.081	0.025
Si	13.618	2.657	20.576	0.028	-0.021	0.055
Si	10.879	5.458	20.533	-0.02	-0.027	0.044
Si	13.537	8.219	20.328	-0.004	0.009	0.052
Si	10.876	10.856	20.159	0.021	-0.044	0.024
Si	13.536	-2.742	20.686	0.004	-0.006	0.081
Si	16.451	0.094	20.572	-0.001	-0.04	0.102
Si	18.956	2.966	20.291	-0.072	0.094	0.02
Si	16.337	5.567	20.379	-0.016	-0.005	0.014
Si	19.075	-8.074	20.491	-0.01	-0.015	0.055
Si	16.221	-5.49	20.271	0.011	0.011	0.027
Si	19.146	-2.584	20.506	-0.012	-0.061	0.059
Si	21.774	-0.006	20.175	0.046	-0.022	0.029
Si	24.451	2.621	20.611	0.074	0.029	0.04
Si	21.792	5.367	20.345	0.005	0.015	0.036
Si	24.471	-8.217	20.663	-0.005	0.027	0.069
Si	21.746	-5.326	20.449	0.008	0.065	0.047
Si	24.43	-2.562	20.272	-0.05	0.034	0.003
Si	27.394	0.029	20.319	0.015	-0.022	0.03
Si	30.027	2.802	20.574	0.02	0.008	0.019
Si	27.225	5.473	20.52	-0.037	-0.038	0.081
Si	30.019	-8.2	20.331	0.021	0.005	0.025
Si	27.155	-5.414	20.414	0.004	0.036	0.002
Si	30.007	-2.654	20.306	0.01	-0.014	0.01
Si	32.573	0.066	20.229	-0.026	0.018	0.043
Si	35.487	2.764	20.264	0.047	-0.047	0.013
Si	32.767	5.677	20.059	-0.061	-0.004	-0.017
Si	35.382	-8.106	20.356	-0.024	-0.003	0.109
Si	32.689	-5.447	20.345	-0.009	-0.019	0.09
Si	35.165	-2.706	20.353	-0.02	0.065	0.056
Si	38.125	0.088	20.447	0.006	-0.079	-0.024
Si	40.816	2.843	20.385	-0.069	-0.013	0.06
Si	38.128	5.486	20.359	-0.012	-0.039	0.049
Si	40.969	-8.089	20.492	0.021	-0.024	0.029
Si	38.16	-5.536	20.24	0.065	-0.026	0.037
Si	40.879	-2.724	20.397	-0.019	-0.03	0.058
Si	-21.733	0.074	20.379	0	-0.018	0.073
Si	-19.06	2.699	20.489	-0.006	0.01	0.049
Si	-21.734	5.501	20.349	0.024	0.038	0.051
Si	-19.001	-7.972	20.49	-0.04	-0.021	0.079
Si	-21.687	-5.315	20.401	-0.042	-0.034	0.017
Si	-19.134	-2.603	20.182	-0.048	0.034	0.054
Si	-16.358	-0.17	20.395	0.012	-0.005	0.073
Si	-13.735	2.78	20.289	-0.058	0.049	0.009
Si	-16.319	5.514	20.525	-0.016	0.01	0.042
Si	-13.59	-8.156	20.497	-0.035	0.009	0.051
Si	-16.252	-5.497	20.194	0.029	-0.033	0.04
Si	-13.599	-2.947	20.612	0.093	0.012	0.089
Si	-10.894	-0.18	20.355	0.017	-0.068	0.031
Si	-8.122	2.456	20.556	0.063	0.002	0.065
Si	-10.841	5.293	20.611	-0.007	-0.015	0.033
Si	-8.088	8.081	20.436	0.013	-0.022	0.085
Si	-10.74	-5.494	20.499	-0.021	0.004	0.092
Si	-8.24	-2.829	20.223	-0.032	0.015	0.022
Si	-5.48	-0.269	20.513	0.039	0.019	0.047
Si	-2.854	2.579	20.213	0.018	-0.001	0.024
Si	-5.48	5.279	20.399	0.047	-0.011	0.094
Si	-2.871	-8.254	20.31	-0.01	-0.007	0.016
Si	-5.544	-5.633	20.137	0.039	-0.016	0.017
Si	-2.906	-2.925	20.393	0.077	0.024	0.062
Si	0.88	-1.738	21.878	0.238	0.214	-0.795
Si	3.83	1.511	21.577	0.312	-0.133	-0.604
Si	1.131	3.634	21.541	0.003	0.416	-0.639
Si	4.11	6.642	22.174	-0.141	-0.03	-0.739
Si	1.049	-7.045	21.587	0.276	0.251	-0.578
Si	4.341	-3.901	21.897	-0.253	-0.214	-0.68
Si	6.548	-1.657	21.669	0.104	0.234	-0.682
Si	9.749	1.567	21.666	-0.096	-0.003	-0.726
Si	7.13	4.427	21.697	-0.213	-0.221	-0.769
Si	9.265	6.76	21.688	0.302	0.048	-0.776
Si	7.358	-6.324	21.749	-0.242	-0.083	-0.813
Si	9.45	-4.076	21.295	-0.009	-0.014	-0.52
Si	11.546	-1.824	21.715	0.298	-0.063	-0.721
Si	15.143	1.43	21.974	-0.11	0.081	-0.824
Si	11.982	3.797	21.839	0.143	0.135	-0.775
Si	15.073	7.083	21.651	-0.055	-0.198	-0.672
Si	12.305	9.739	21.622	-0.16	-0.184	-0.736
Si	14.685	-4.544	21.778	0.146	0.385	-0.772
Si	18.307	-0.772	21.796	-0.259	-0.121	-0.774
Si	20.402	1.495	21.261	0.017	-0.001	-0.535
Si	18.044	4.675	21.708	-0.191	-0.358	-0.791
Si	20.427	-9.617	21.67	0.101	0.226	-0.692
Si	17.283	-7.047	21.652	0.234	0.067	-0.764
Si	20.712	-3.727	21.878	-0.326	-0.251	-0.659
Si	22.876	-1.43	21.675	0.241	0.195	-0.61
Si	26.256	1.474	21.729	-0.31	-0.052	-0.693
Si	22.584	3.624	21.756	0.301	0.041	-0.757
Si	25.797	-9.734	22.053	-0.108	0.086	-0.821
Si	23.352	-6.392	21.767	-0.062	-0.293	-0.73
Si	25.514	-4.137	21.557	0.227	-0.11	-0.699
Si	28.995	-1.069	21.683	-0.098	-0.05	-0.792
Si	31.217	1.152	21.817	0.047	0.253	-0.625
Si	28.328	3.88	21.851	0.268	0.159	-0.722
Si	31.717	-9.247	21.607	-0.132	0.028	-0.684
Si	28.833	-6.616	21.548	-0.355	-0.212	-0.711
Si	31.036	-4.332	21.566	0.434	0.317	-0.727
Si	33.757	-1.29	21.651	0.155	-0.275	-0.696
Si	37.027	1.71	21.706	-0.224	-0.216	-0.758
Si	34.309	4.48	21.251	0.202	0.016	-0.584
Si	36.481	-9.749	21.622	0.121	0.115	-0.77
Si	33.849	-6.954	21.749	0.148	0.159	-0.717
Si	36.918	-3.913	21.326	-0.429	-0.434	-0.426
Si	39.128	-1.751	21.625	0.528	0.567	-0.254
Si	42.37	1.664	21.651	-0.023	-0.097	-0.717
Si	39.234	3.948	21.755	0.286	0.31	-0.791
Si	42.494	-9.355	21.845	-0.094	0.137	-0.732
Si	39.7	-6.534	21.717	-0.047	-0.198	-0.707
Si	41.937	-4.311	21.749	0.139	0.189	-0.776
Si	-20.2	-1.123	21.7	-0.129	-0.09	-0.758
Si	-17.925	0.984	21.672	0.026	0.144	-0.76
Si	-20.723	3.894	21.697	0.245	-0.024	-0.689
Si	-17.403	-9.099	21.78	-0.202	-0.186	-0.787
Si	-19.902	-6.105	21.724	-0.138	-0.318	-0.855
Si	-17.691	-4.038	21.241	0.007	-0.006	-0.618
Si	-15.449	-1.946	21.726	0.223	0.17	-0.763
Si	-12.249	1.412	21.364	-0.121	-0.208	-0.68
Si	-14.717	4.346	21.805	-0.153	-0.056	-0.736
Si	-12.464	6.54	21.797	0.144	0.001	-0.75
Si	-15.168	-6.885	21.76	0.259	0.152	-0.704
Si	-11.819	-4	21.986	-0.34	-0.258	-0.745
Si	-9.675	-1.716	21.684	0.012	0.171	-0.713
Si	-6.508	1.295	21.924	-0.224	-0.128	-0.69
Si	-9.809	3.435	21.842	0.36	0.564	-0.583
Si	-6.545	6.849	21.74	-0.178	-0.029	-0.714
Si	-8.989	9.811	21.754	-0.136	-0.027	-0.749
Si	-6.862	-4.252	21.424	-0.007	0.001	-0.405
Si	-4.586	-2.079	21.804	0.023	0.112	-0.706
Si	-1.385	1.692	21.778	-0.212	-0.529	-0.517
Si	-4.369	3.615	21.62	-0.02	0.132	-0.737
Si	-1.28	6.99	21.613	-0.298	-0.446	-0.519
Si	-4.507	-7.143	21.554	0.176	-0.029	-0.702
Si	-1.335	-3.976	21.761	-0.118	-0.288	-0.713
Si	4.905	4.094	-4.404	-0.006	-0.079	0.112
Si	2.696	5.969	-4.118	-0.07	-0.044	0.076
Si	-0.838	-1.337	26.124	0.098	-0.027	0.089
Si	6.242	-8.1	24.008	-0.104	-0.118	-0.13
Si	4.001	-7.069	25.842	-0.066	-0.053	0.028
Si	8.132	-4.516	-5.137	0.038	0.02	-0.043
Si	10.264	-2.701	-4.073	0.064	0.074	0.063
Si	9.571	2.818	-4.829	-0.02	0.026	0.095
Si	7.503	-7.388	-4.528	-0.03	-0.073	-0.147
Si	7.244	7.26	-6.993	-0.025	0.083	0.115
Si	7.719	0.224	23.619	0.028	-0.08	0.019
Si	9.491	5.066	-6.787	0.056	-0.032	-0.045
Si	10.41	1.854	25.904	-0.037	0.048	-0.1
Si	15.09	0.043	-6.25	-0.068	0.041	-0.08
Si	14.393	0.414	24.679	0.118	0.107	-0.314
Si	18.451	4.227	-4.414	0.083	0.087	0.003
Si	14.165	-2.962	-5.976	-0.015	-0.11	-0.046
Si	13.204	8.099	-1.283	-0.002	0.09	0.042
Si	13.382	2.417	-6.666	0.229	-0.104	-0.031
Si	16.344	3.607	23.986	-0.051	-0.023	-0.137
Si	17.951	-7.061	-5.081	-0.099	-0.066	0.119
Si	27.137	-2.569	23.722	0.067	0.082	-0.099
Si	11.877	6.673	26.072	0.003	-0.073	-0.059
Si	20.368	1.307	25.634	0.067	-0.061	-0.086
Si	22.246	-0.39	24.341	0.001	-0.016	-0.086
Si	24.635	-3.553	-6.145	-0.04	-0.016	-0.006
Si	24.285	4.48	23.991	0.084	0.118	-0.12
Si	22.197	-8.146	23.922	-0.057	-0.072	0.015
Si	26.73	-5.072	25.256	-0.063	-0.018	0.013
Si	27.187	7.378	-7.175	0.039	-0.094	-0.049
Si	26.478	0.161	24.59	0.127	0.084	-0.043
Si	-30.283	0.109	-4.618	-0.087	0.133	0.114
Si	31.896	-5.539	-6.924	0.092	0.073	-0.077
Si	31.479	5.576	24.346	0.09	0.052	-0.155
Si	28.835	4.64	24.931	-0.1	-0.045	-0.079
Si	32.469	-3.086	23.862	-0.03	-0.013	-0.099
Si	-29.566	-0.13	23.621	0.038	-0.007	-0.017
Si	-28.463	4.168	-4.184	0.09	0.045	0.06
Si	-32.407	3.04	23.545	0.061	-0.228	0.037
Si	-29.572	-6.714	-4.362	0.165	-0.052	-0.042
Si	-31.016	-5.456	24.491	-0.103	-0.059	-0.087
Si	-27.734	-2.723	23.813	0.168	-0.053	-0.168
Si	-29.373	1.311	-7.143	-0.054	-0.096	-0.043
Si	-14.964	-2.466	24.619	0.02	-0.005	-0.097
Si	-23.764	0.214	24.314	0.102	-0.014	-0.02
Si	-24.726	5.814	-6.556	-0.042	-0.041	0.059
Si	-28.468	-4.469	26.133	-0.058	0.065	-0.136
Si	-22.509	-4.558	-2.834	-0.029	0.041	0.014
Si	-22.097	-2.421	23.901	0.017	0.021	-0.173
Si	-12.768	1.118	24.243	-0.021	0.085	0.011
Si	-19.342	4.454	24.302	0.029	-0.018	-0.059
Si	-18.478	7.149	24.756	0.179	0.251	-0.082
Si	-24.809	5.707	23.927	-0.098	0.006	-0.139
Si	-21.921	-3.067	-6.637	0.011	-0.005	0.01
Si	-14.13	4.494	-5.369	-0.022	0.036	0
Si	-9.29	1.318	-6.88	-0.153	0	-0.09
Si	-13.962	7.637	-5.338	0.019	0.065	0.002
Si	-8.413	-4.949	-3.596	0.008	0.09	0.179
Si	-11.291	-0.6	-5.207	0.002	0.045	0.051
Si	-12.261	-1.46	25.68	-0.122	0.012	0.078
Si	-7.165	0.347	-5.235	-0.032	-0.068	-0.008
Si	-2.658	2.364	-4.841	-0.016	0.083	0.052
Si	-10.979	7.312	-5.215	-0.171	-0.014	-0.022
Si	-5.439	4.547	-2.698	-0.148	0.073	0.16
Si	-6.775	5.694	24.631	-0.05	0.077	-0.113
Si	-4.876	-5.443	25.906	0.058	-0.001	0.001
Si	4.365	2.879	26.081	-0.102	-0.055	-0.018
Si	-3.522	-1.389	24.751	0.02	0.028	-0.162
Si	-4.967	3.487	25.808	0.036	0.14	-0.084
Si	-0.346	-7.012	-6.782	-0.001	0	-0.164
Si	-1.187	7.94	24.197	-0.129	-0.079	0.032
Si	-7.874	-2.56	-5.479	-0.111	-0.049	0.063
Si	1.434	-3.378	-4.226	-0.039	-0.044	0.025
Si	0.539	1.346	26.059	0.05	-0.068	-0.04
Si	-6.094	-7.727	-6.984	-0.131	-0.027	0.087
Si	0.208	3.617	-2.48	0.013	-0.163	0.039
Si	-2.789	-5.79	23.73	0.04	-0.027	-0.008
Si	1.992	-1.988	-6.926	0.035	0.025	0.164
Si	5.926	5.529	-2.008	-0.074	-0.036	0.052
Si	2.508	4.654	24.121	0.173	0.067	-0.103
Si	6.864	1.6	-4.184	-0.018	0.177	0.011
Si	4.094	-4.192	24.959	0.109	-0.121	-0.082
Si	6.991	-3.606	26.071	-0.078	-0.03	-0.028
Si	11.504	-0.612	24.63	-0.023	0.026	-0.061
Si	12.583	3.296	-4.146	-0.148	-0.045	-0.097
Si	10.477	-7.73	23.955	0.078	0.021	-0.173
Si	13.747	5.331	23.943	-0.081	0.017	-0.152
Si	15.596	-5.643	-6.719	0.026	-0.013	0.075
Si	11.367	-2.63	-7.082	0.088	-0.013	0.104
Si	18.494	-2.609	-1.824	-0.038	-0.016	0.078
Si	18.538	-1.916	-4.536	0.029	-0.018	0.002
Si	18.289	7.827	-2.193	0.175	-0.04	-0.083
Si	19.238	-3.938	24.716	0.224	0.008	-0.102
Si	24.289	3.323	-2.288	0.08	-0.008	-0.003
Si	16.332	-4.722	-1.748	0.006	0.056	0.018
Si	16.726	-5.237	23.946	-0.166	-0.057	-0.179
Si	24.513	1.891	-4.916	-0.019	0.054	-0.02
Si	31.075	5.199	-5.012	0.073	0.083	0.161
Si	24.178	6.808	25.685	-0.053	0.121	-0.076
Si	26.485	5.514	-2.232	-0.019	0.053	0.021
Si	18.522	3.537	26.069	-0.006	0.149	-0.032
Si	20.508	0.237	-5.142	-0.008	0.045	-0.074
Si	26.184	-3.3	-3.665	0.098	-0.05	0.128
Si	32.15	-0.272	-5.055	-0.012	-0.11	-0.065
Si	27.264	-0.567	-2.433	-0.004	0.029	0.106
Si	28.436	6.801	-4.374	-0.095	0.018	0.095
Si	28.889	-4.702	-3.507	-0.16	-0.013	-0.032
Si	23.169	-0.702	-6.134	-0.013	0.106	-0.074
Si	-30.042	3.552	25.556	-0.033	0.059	-0.209
Si	31.463	2.417	-4.61	-0.034	-0.046	-0.036
Si	-32.524	6.533	-2.944	0.019	0.12	0.068
Si	29.223	-4.701	-6.588	0.01	0.065	-0.062
Si	31.245	-2.696	-6.731	0.014	-0.114	-0.129
Si	-26.683	0.466	-2.014	0.046	-0.09	0.143
Si	-27.243	4.25	-7.021	-0.09	0.09	-0.141
Si	-21.083	-7.622	23.966	-0.001	-0.145	-0.102
Si	-26.089	3.359	-2.486	0.066	-0.01	0.03
Si	-27.019	7.957	23.841	0.011	-0.004	-0.163
Si	-26.279	0.952	25.956	0.043	-0.006	0.016
Si	-24.989	-7.564	-5.576	0.014	0.015	0.023
Si	-9.613	3.051	-2.563	-0.125	0.054	-0.004
Si	-17.995	-7.091	-4.18	-0.066	0.074	-0.01
Si	-21.992	6.641	-2.936	0.057	-0.02	0.072
Si	-22.68	-6.073	-6.921	0.118	0.054	0.052
Si	-22.056	1.421	-6.676	0.116	-0.104	0.04
Si	-19.19	1.051	-6.367	0.019	-0.08	-0.045
Si	-7.01	2.036	-2.845	-0.061	-0.049	0.098
Si	-16.695	2.872	23.75	0.124	0.019	-0.077
Si	-10.724	-8.082	23.909	0.006	-0.001	-0.223
Si	-14.951	-5.547	24.665	-0.021	-0.091	-0.135
Si	-16.715	-0.229	-6.727	0.033	0.063	0.077
Si	-12.012	-5.442	24.92	0.148	0.202	-0.25
Si	-15.201	1.784	26.074	0.004	-0.078	0.14
Si	-0.146	4.379	25.503	0.018	-0.052	-0.13
Si	-4.024	7.864	-4.719	-0.061	-0.081	0.031
Si	-5.936	-2.859	25.611	-0.28	0.165	-0.133
Si	-10.487	-2.885	-6.755	-0.146	0.04	0.046
Si	-7.781	-0.661	24.072	0.13	0.038	-0.127
Si	-2.439	2.343	-1.853	0.032	-0.066	-0.014
Si	-0.789	-1.301	-4.26	0.051	0.008	-0.062
Si	-8.364	-7.557	-4.952	0.017	-0.144	-0.012
Si	1.37	-7.275	24.46	-0.057	0.121	-0.01
Si	-4.131	-4.299	-4.409	-0.012	0.061	-0.035
Si	-2.547	3.378	23.919	0.04	-0.196	-0.204
Si	3.376	-2.33	-2.063	0.058	-0.003	0.262
Si	3.871	-0.159	26.103	-0.054	0.073	0.066
Si	0.313	1.417	-4.522	0.093	0.073	0.088
Si	5.7	-0.297	-1.927	-0.089	-0.001	0.157
Si	-10.432	3.093	24.737	0.129	-0.193	-0.072
Si	2.219	0.092	23.76	-0.069	-0.01	-0.086
Si	0.121	6.39	-2.979	-0.088	0.124	0.217
Si	-1.845	-6.254	-4.226	0.023	-0.058	-0.016
Si	0.437	-5.607	-2.399	0.039	0.142	-0.013
Si	9.423	-5.245	25.559	-0.102	-0.031	0.021
Si	4.86	7.925	-5.328	0.054	0.038	-0.11
Si	6.892	-0.045	-6.929	0.015	-0.021	-0.036
Si	10.987	-0.383	-2.035	-0.02	0.17	0.087
Si	8.087	7.852	-1.858	0.029	0.043	0.116
Si	5.834	2.573	23.549	-0.067	0.035	-0.042
Si	14.488	-6.424	-3.048	-0.012	0.009	-0.048
Si	13.198	-6.939	-5.641	-0.069	0.046	0.068
Si	13.805	0.977	-2.481	0.025	-0.087	0.108
Si	16.495	5.209	-2.532	-0.004	0.01	0.235
Si	13.321	5.36	-2.295	0.056	-0.025	0.28
Si	12.536	-4.555	-4.008	0.045	-0.162	-0.066
Si	19.492	-4.458	-5.924	-0.063	0.031	0.097
Si	22.175	-5.165	-5.016	0.061	0.018	-0.062
Si	21.692	-7.88	-6.544	-0.05	0.032	-0.163
Si	16.565	0.143	-3.817	-0.002	0.073	0.176
Si	25.172	2.299	25.891	-0.119	0.124	-0.089
Si	19.171	6.636	-5.981	-0.011	-0.067	0.005
Si	24.138	-3.078	-1.637	0.016	0.087	-0.06
Si	19.372	-1.141	24.454	-0.086	0.074	-0.066
Si	19.197	1.72	-2.879	-0.091	-0.044	-0.025
Si	27.991	2.588	-7.164	-0.056	-0.062	-0.031
Si	-32.009	6.417	-6.92	0.076	-0.001	-0.067
Si	27.661	1.689	-4.289	-0.006	-0.03	-0.097
Si	29.363	-7.458	-2.174	0.022	-0.096	0.036
Si	22.088	-5.284	-1.83	-0.115	-0.025	-0.116
Si	29.565	2.629	-2.197	-0.112	-0.06	-0.041
Si	27.345	-7.662	23.963	-0.051	-0.06	-0.048
Si	-23.239	-0.742	-4.833	0.087	0.044	-0.033
Si	-32.255	-7.63	-5.013	-0.111	-0.138	-0.054
Si	-28.521	-2.279	-4.752	-0.005	-0.002	-0.073
Si	30.419	-3.05	-1.697	0.008	-0.039	-0.014
Si	32.358	-0.674	-1.918	0.027	-0.181	0.057
Si	-26.28	-0.35	-4.917	0.051	0.02	-0.057
Si	-20.26	3.692	-6.578	0.022	0.004	0.048
Si	-31.037	2.687	-3.338	0.006	-0.186	0.355
Si	-27.684	-6.641	-6.757	0.109	0.007	-0.05
Si	-29.334	6.779	-3.08	-0.131	-0.004	0.082
Si	-27.916	-4.576	-2.935	0.065	-0.015	0.226
Si	-23.652	4.403	-4.117	0.155	-0.024	0.057
Si	-21.147	3.013	-2.793	-0.129	0.109	0.198
Si	-25.197	-5.848	-3.109	0.091	-0.096	0.125
Si	-18.798	-5.113	-2.253	-0.1	0.047	0.266
Si	-20.31	-3.207	-4.217	0.017	0.028	0.063
Si	-21.862	0.151	-2.154	-0.08	-0.016	0.133
Si	-17.251	-0.696	-1.419	-0.153	-0.108	0.272
Si	-13.266	-7.685	-2.362	0.01	-0.045	0.105
Si	-14.737	4.784	-2.708	0.068	-0.162	0.067
Si	-11.061	-5.541	-2.119	-0.057	-0.012	0.075
Si	-18.272	-0.808	-4.347	-0.044	-0.091	-0.101
Si	-21.203	-7.017	-4.349	0.091	0.028	0.031
Si	-10.922	0.182	-2.16	-0.023	-0.143	0.085
Si	-4.81	1.222	-6.863	-0.019	-0.012	-0.017
Si	-19.574	4.982	-4.075	-0.002	0.111	0.016
Si	-17.157	6.444	-3.001	-0.122	0.024	0.131
Si	-16.394	-7.114	-6.8	0.077	-0.098	0
Si	-5.88	-5.345	-2.09	0.076	-0.066	0.107
Si	-11.9	4.941	-3.678	-0.089	0.012	-0.013
Si	-3.687	5.033	-5.084	-0.081	-0.062	-0.055
Si	0.344	6.74	-5.705	0.084	-0.018	0.072
Si	-9.717	5.798	25.623	-0.032	0.078	-0.134
Si	-6.523	7.085	-3.029	-0.133	0.063	-0.063
Si	-3.046	-2.256	-2.493	0.063	-0.183	0.062
Si	1.369	-1.435	5.414	0.014	0.002	-0.006
Si	4.077	1.311	5.469	-0.005	-0.011	-0.009
Si	1.329	4.061	5.398	0.011	0.014	-0.013
Si	4.025	6.776	5.455	0.007	0.022	-0.013
Si	1.321	9.458	5.371	0.011	-0.002	-0.014
Si	3.992	12.181	5.498	-0.005	0	-0.012
Si	6.741	-1.39	5.635	0.009	0.004	-0.002
Si	9.461	1.384	5.661	0.004	0.015	-0.014
Si	6.781	4.023	5.508	0.024	0.016	-0.023
Si	9.4	6.742	5.662	0.017	-0.004	0.003
Si	6.708	9.466	5.578	-0.004	0.004	0.014
Si	9.472	-4.078	5.642	0.012	0.021	0.014
Si	12.188	-1.346	5.66	0.014	0.016	0.001
Si	14.922	1.328	5.666	-0.007	-0.024	0.017
Si	12.157	4.108	5.653	0.011	0.011	-0.016
Si	14.93	6.846	5.603	0	0.006	0.017
Si	12.169	-6.789	5.747	-0.015	0.003	-0.006
Si	14.943	-4.048	5.709	-0.003	-0.012	-0.001
Si	17.662	-1.314	5.547	-0.037	-0.011	-0.018
Si	20.377	1.393	5.417	-0.014	-0.014	-0.02
Si	17.675	4.096	5.584	0.003	-0.025	-0.021
Si	20.399	6.788	5.515	0.031	-0.001	-0.013
Si	17.618	-6.763	5.546	-0.031	-0.004	-0.025
Si	20.348	-4.061	5.5	-0.007	-0.008	-0.006
Si	23.061	-1.298	5.424	-0.015	0.004	-0.009
Si	25.806	1.398	5.377	-0.008	0.003	-0.017
Si	23.09	4.078	5.359	0.004	0.019	-0.007
Si	25.808	6.735	5.348	0.016	0.007	-0.017
Si	23.067	-6.793	5.474	0.007	-0.001	0.014
Si	25.85	-4.048	5.4	-0.014	-0.004	-0.003
Si	28.562	-1.359	5.348	-0.027	-0.004	-0.033
Si	31.263	1.36	5.288	0.006	0.025	-0.025
Si	28.54	4.053	5.301	0.002	0.018	-0.027
Si	31.275	6.764	5.383	0.015	-0.001	0.009
Si	28.523	-6.821	5.459	0.038	0.013	0.006
Si	31.328	-4.123	5.462	0.011	-0.003	0.012
Si	34.04	-1.346	5.401	0.017	-0.007	-0.008
Si	-28.591	1.391	5.351	-0.029	0.005	-0.009
Si	34.001	4.028	5.339	0.017	-0.02	-0.012
Si	-28.528	6.787	5.353	-0.002	-0.013	-0.017
Si	34.038	-6.875	5.346	0.011	-0.004	0.01
Si	-28.502	-4.108	5.424	-0.003	-0.005	0.005
Si	-25.779	-1.382	5.405	0.005	0.013	-0.026
Si	-23.121	1.385	5.49	-0.025	0.026	-0.008
Si	-25.847	4.123	5.356	-0.003	-0.006	-0.003
Si	-23.119	6.838	5.392	-0.041	0.008	-0.001
Si	-25.767	-6.804	5.423	0.031	-0.007	-0.004
Si	-23.08	-4.069	5.463	0.014	0.02	-0.005
Si	-20.354	-1.371	5.53	-0.005	-0.014	-0.005
Si	-17.665	1.383	5.496	-0.022	0.002	0.006
Si	-20.365	4.14	5.482	0.032	0.01	-0.001
Si	-17.652	6.8	5.472	-0.001	0	-0.003
Si	-20.345	-6.802	5.427	-0.008	-0.006	-0.015
Si	-17.641	-4.1	5.466	0.004	-0.001	-0.014
Si	-14.929	-1.379	5.471	0	-0.028	-0.004
Si	-12.243	1.369	5.44	0.008	0.008	-0.014
Si	-14.966	4.09	5.429	-0.016	-0.03	-0.013
Si	-12.244	6.793	5.417	-0.005	0.015	-0.015
Si	-14.92	-6.839	5.505	-0.009	-0.017	0.008
Si	-12.213	-4.081	5.47	-0.016	-0.017	-0.007
Si	-9.534	-1.339	5.442	0.003	0.003	-0.013
Si	-6.808	1.39	5.416	0.003	0.012	0.005
Si	-9.545	4.066	5.444	-0.01	-0.016	0.006
Si	-6.777	6.816	5.386	-0.021	-0.005	-0.008
Si	-9.507	-6.793	5.427	0.011	0.006	0.012
Si	-6.78	-4.076	5.395	-0.011	0.001	-0.012
Si	-4.083	-1.396	5.385	-0.002	-0.002	-0.019
Si	-1.37	1.345	5.381	0.001	-0.004	-0.014
Si	-4.072	4.068	5.366	-0.017	-0.012	-0.003
Si	-1.373	6.775	5.318	-0.005	-0.006	-0.023
Si	-4.045	-6.825	5.341	0.005	-0.017	-0.016
Si	-1.348	-4.145	5.386	-0.007	-0.016	-0.012
Si	2.697	-0.056	6.803	0.005	-0.005	-0.015
Si	5.401	2.676	6.858	0.003	-0.014	-0.007
Si	2.669	5.404	6.799	-0.017	-0.001	0.009
Si	5.34	8.11	6.895	-0.011	0.017	-0.006
Si	2.631	10.809	6.814	0.002	0.005	-0.005
Si	5.348	-2.783	6.897	0.011	0.016	-0.015
Si	8.096	-0.009	6.969	-0.013	-0.004	-0.003
Si	10.822	2.736	7.005	-0.02	0.002	-0.005
Si	8.058	5.368	6.967	0.017	0.006	-0.001
Si	10.792	-8.203	6.999	0.031	-0.017	-0.017
Si	8.086	-5.476	6.93	0.004	-0.018	-0.03
Si	10.822	-2.713	6.994	-0.009	-0.013	-0.017
Si	13.568	-0.02	7.015	0.036	-0.021	-0.005
Si	16.302	2.742	6.938	-0.016	0.016	-0.008
Si	13.563	5.471	6.953	0.007	0.012	-0.008
Si	16.3	-8.125	6.942	-0.007	-0.012	-0.006
Si	13.562	-5.414	7.033	0.003	-0.005	-0.007
Si	16.331	-2.661	6.966	-0.025	-0.005	-0.002
Si	19.048	0.052	6.852	-0.001	-0.002	-0.013
Si	21.759	2.732	6.776	0.011	-0.004	0.001
Si	19.046	5.456	6.904	-0.011	0.005	0.007
Si	21.742	-8.149	6.858	0.001	0.006	0.012
Si	19.006	-5.414	6.885	0.004	0.023	-0.008
Si	21.735	-2.679	6.814	0	0.011	-0.014
Si	24.461	0.036	6.767	-0.004	-0.001	0.005
Si	27.191	2.736	6.726	-0.012	-0.009	0.005
Si	24.452	5.422	6.751	-0.006	-0.001	-0.006
Si	27.149	-8.208	6.753	-0.007	0.017	-0.006
Si	24.48	-5.417	6.77	0.003	-0.025	-0.014
Si	27.208	-2.693	6.757	0.006	-0.022	0.002
Si	29.916	0.02	6.701	-0.018	0.012	-0.007
Si	32.629	2.689	6.699	0.028	-0.009	0.004
Si	29.89	5.407	6.71	0.012	0.007	0.004
Si	32.655	-8.193	6.734	-0.01	-0.006	-0.015
Si	29.92	-5.462	6.789	-0.01	0.009	0.007
Si	32.679	-2.714	6.767	-0.001	-0.01	0
Si	-29.907	0.03	6.755	-0.021	0.011	0
Si	-27.21	2.747	6.713	-0.003	0.001	-0.011
Si	-29.912	5.42	6.697	-0.01	-0.007	-0.004
Si	-27.178	-8.167	6.736	-0.001	0.018	-0.009
Si	-29.907	-5.477	6.73	0	0.013	-0.011
Si	-27.147	-2.733	6.771	0.012	-0.034	-0.001
Si	-24.484	0.005	6.805	0.015	0.013	0
Si	-21.733	2.749	6.81	-0.01	-0.015	-0.009
Si	-24.48	5.465	6.742	0	-0.003	-0.009
Si	-21.743	-8.143	6.77	0.016	0.008	-0.014
Si	-24.435	-5.442	6.803	-0.012	-0.001	-0.002
Si	-21.739	-2.723	6.846	-0.002	0.009	0.002
Si	-19.013	0.019	6.856	-0.001	0.009	-0.006
Si	-16.29	2.732	6.827	0.006	-0.001	-0.001
Si	-19.001	5.459	6.845	0.012	-0.004	0.006
Si	-16.305	-8.171	6.842	-0.007	0.015	0.008
Si	-19.013	-5.447	6.817	0.011	-0.005	-0.003
Si	-16.289	-2.738	6.825	-0.003	-0.005	-0.004
Si	-13.582	-0.001	6.812	0.003	0.016	-0.005
Si	-10.885	2.707	6.81	0.002	0.008	0
Si	-13.598	5.439	6.789	-0.003	0.006	-0.008
Si	-10.871	-8.172	6.774	0.017	0.005	-0.009
Si	-13.561	-5.456	6.827	0	-0.005	-0.006
Si	-10.865	-2.713	6.815	0.001	0.018	0.001
Si	-8.153	0.006	6.781	0.006	0.004	-0.007
Si	-5.431	2.727	6.762	-0.002	-0.011	0
Si	-8.145	5.438	6.75	0.011	-0.001	-0.009
Si	-5.411	-8.164	6.742	-0.003	0.008	-0.002
Si	-8.133	-5.442	6.771	0.011	-0.008	-0.003
Si	-5.439	-2.734	6.772	-0.007	0.01	0.002
Si	-2.731	-0.025	6.744	-0.01	0.009	-0.001
Si	-0.018	2.688	6.764	0.004	0.002	-0.002
Si	-2.723	5.431	6.724	-0.007	0.009	-0.002
Si	-0.033	8.104	6.739	0.003	-0.004	0.004
Si	-2.71	-5.495	6.749	0.019	-0.006	0.012
Si	-0.016	-2.773	6.769	0.002	-0.007	0.002
Si	1.326	1.32	8.144	0	0.002	0
Si	4.018	4.045	8.186	0.006	0.011	-0.008
Si	1.307	6.762	8.149	0.018	0.013	0
Si	3.989	9.488	8.219	0.009	-0.008	0.003
Si	1.301	-4.131	8.17	-0.017	-0.015	0.012
Si	4.012	-1.393	8.227	-0.007	-0.012	0.011
Si	6.724	1.349	8.283	0.018	0.005	0.002
Si	9.446	4.068	8.34	0.002	0.008	0.008
Si	6.7	6.764	8.271	-0.02	-0.027	0.002
Si	9.44	-6.814	8.314	-0.005	0.014	-0.008
Si	6.722	-4.113	8.268	0	-0.006	0
Si	9.454	-1.36	8.325	0.023	0.007	0.005
Si	12.2	1.365	8.327	0.015	0.01	-0.001
Si	14.939	4.104	8.285	-0.001	0.012	0.004
Si	12.196	6.795	8.329	-0.007	-0.009	0.01
Si	14.943	-6.791	8.325	-0.006	-0.014	0.013
Si	12.188	-4.059	8.351	0.023	0.024	0.007
Si	14.95	-1.356	8.341	-0.011	0.004	0.013
Si	17.688	1.381	8.253	-0.009	-0.006	-0.003
Si	20.425	4.077	8.201	0.01	0.015	-0.002
Si	17.679	6.819	8.259	-0.006	0.011	0.011
Si	20.383	-6.785	8.216	-0.017	-0.037	-0.006
Si	17.685	-4.051	8.277	0.001	-0.007	0
Si	20.4	-1.322	8.202	-0.007	-0.014	0.003
Si	23.116	1.384	8.154	0.003	-0.012	0.004
Si	25.833	4.084	8.113	0.007	0.006	0.008
Si	23.132	6.797	8.16	0.02	0.033	-0.009
Si	25.828	-6.804	8.121	-0.009	0.003	-0.002
Si	23.12	-4.054	8.144	0.004	0.005	-0.008
Si	25.834	-1.336	8.117	0.005	0.001	0.003
Si	28.555	1.369	8.085	0.005	-0.013	0.004
Si	31.276	4.064	8.068	-0.029	-0.014	0.001
Si	28.55	6.78	8.098	-0.002	-0.019	0.002
Si	31.299	-6.824	8.114	0.011	0.008	0.003
Si	28.56	-4.069	8.12	0.011	0.009	0.004
Si	31.282	-1.34	8.084	0.027	0	-0.008
Si	-31.287	1.371	8.101	-0.008	-0.017	0.009
Si	-28.557	4.093	8.095	-0.002	-0.009	0.006
Si	-31.261	6.774	8.087	-0.004	0.02	0.01
Si	-28.54	-6.811	8.103	-0.009	0	0.01
Si	-31.251	-4.094	8.106	0.002	0.012	0
Si	-28.532	-1.348	8.094	0.012	0.024	-0.012
Si	-25.859	1.388	8.109	-0.005	-0.018	-0.002
Si	-23.12	4.112	8.127	-0.001	-0.006	-0.003
Si	-25.827	6.811	8.119	0	-0.001	0.012
Si	-23.079	-6.794	8.157	0.004	0.008	0.006
Si	-25.807	-4.082	8.147	0.002	0.011	0.009
Si	-23.108	-1.341	8.166	0.005	-0.006	0
Si	-20.388	1.383	8.183	0.013	0.002	0.003
Si	-17.652	4.082	8.187	-0.017	-0.01	0.006
Si	-20.387	6.826	8.154	0.003	-0.003	-0.005
Si	-17.661	-6.799	8.181	-0.005	0.002	0.001
Si	-20.374	-4.088	8.181	-0.019	-0.006	-0.002
Si	-17.646	-1.364	8.181	0.002	0.013	-0.005
Si	-14.937	1.358	8.173	-0.001	0.007	-0.004
Si	-12.245	4.072	8.153	-0.004	-0.022	0.001
Si	-14.944	6.781	8.176	-0.013	-0.002	0.006
Si	-12.211	-6.827	8.167	-0.003	0.008	0.009
Si	-14.934	-4.1	8.178	-0.007	-0.003	-0.001
Si	-12.231	-1.365	8.171	-0.006	-0.009	0.002
Si	-9.52	1.342	8.152	-0.003	-0.002	0.006
Si	-6.801	4.071	8.124	0.012	0.008	0.01
Si	-9.511	6.778	8.126	-0.005	-0.006	-0.006
Si	-6.782	-6.824	8.118	-0.009	-0.001	0.001
Si	-9.499	-4.095	8.145	0.014	0.004	-0.001
Si	-6.804	-1.38	8.132	0.006	-0.004	-0.005
Si	-4.094	1.328	8.114	-0.02	-0.015	-0.005
Si	-1.385	4.055	8.112	0.001	0.003	0.004
Si	-4.081	6.771	8.109	0	-0.001	0.008
Si	-1.379	-6.861	8.125	-0.022	0.006	0.013
Si	-4.079	-4.126	8.108	-0.004	-0.009	-0.008
Si	-1.381	-1.395	8.116	0.01	0.019	-0.009
Si	-0.038	-0.041	9.501	0.001	-0.007	0.001
Si	2.663	2.676	9.54	0.009	-0.013	0.002
Si	-0.043	5.395	9.511	0.007	0	0.003
Si	2.642	8.108	9.552	-0.015	0.007	0.006
Si	-0.052	-5.498	9.516	0.002	-0.002	0.009
Si	2.648	-2.767	9.551	0.008	0.01	-0.002
Si	5.364	-0.034	9.606	0.005	0.014	-0.007
Si	8.083	2.693	9.655	-0.001	-0.004	0
Si	5.348	5.392	9.599	0.002	0.019	0.011
Si	8.071	-8.189	9.629	0.009	0.004	-0.006
Si	5.354	-5.48	9.593	0.001	-0.006	-0.005
Si	8.081	-2.742	9.637	0.01	0.006	-0.011
Si	10.829	-0.001	9.664	-0.015	-0.02	-0.003
Si	13.581	2.738	9.642	0.003	0.006	0
Si	10.828	5.432	9.663	0.012	-0.007	0.004
Si	13.571	-8.155	9.662	0	-0.001	-0.003
Si	10.816	-5.447	9.663	0.004	-0.001	-0.012
Si	13.572	-2.71	9.68	0	-0.016	0.009
Si	16.329	0.032	9.631	-0.012	-0.011	0.001
Si	19.059	2.745	9.589	0.006	0	-0.002
Si	16.314	5.464	9.624	-0.01	0.002	0
Si	19.044	-8.137	9.599	-0.004	0.021	0.012
Si	16.32	-5.413	9.635	-0.011	0.004	0.001
Si	19.058	-2.678	9.591	0.001	0.001	0.004
Si	21.771	0.032	9.548	0.004	-0.002	-0.004
Si	24.488	2.737	9.506	-0.007	-0.005	0.013
Si	21.78	5.451	9.543	0.003	-0.016	0.002
Si	24.484	-8.148	9.509	-0.003	-0.002	0.012
Si	21.771	-5.411	9.532	-0.004	0.011	-0.004
Si	24.483	-2.695	9.503	0.001	-0.008	-0.001
Si	27.204	0.019	9.472	-0.009	0	0.012
Si	29.919	2.725	9.453	0.011	0.002	0.008
Si	27.194	5.443	9.479	-0.008	0.015	0.007
Si	29.916	-8.172	9.463	0.012	-0.004	-0.002
Si	27.196	-5.435	9.476	0.009	-0.004	-0.001
Si	29.929	-2.702	9.463	-0.025	0.006	0.003
Si	-32.641	0.013	9.459	0.008	0.021	0.006
Si	-29.921	2.736	9.458	-0.015	-0.004	0.006
Si	-32.645	5.431	9.441	0.006	-0.004	-0.003
Si	-29.909	-8.169	9.457	0	-0.007	-0.005
Si	-32.628	-5.441	9.468	-0.011	0.002	-0.002
Si	-29.897	-2.712	9.453	0.002	-0.028	0
Si	-27.197	0.016	9.473	-0.01	0.007	0.003
Si	-24.482	2.739	9.472	-0.001	-0.006	-0.003
Si	-27.193	5.449	9.469	-0.001	-0.001	-0.003
Si	-24.462	-8.154	9.488	0.002	0.001	-0.005
Si	-27.189	-5.442	9.475	-0.004	0.002	0.003
Si	-24.463	-2.71	9.511	0.001	-0.001	0.004
Si	-21.751	0.018	9.524	-0.011	0.01	0.004
Si	-19.017	2.729	9.537	0.011	-0.002	0.007
Si	-21.748	5.457	9.494	0.007	0.007	-0.002
Si	-19.027	-8.153	9.529	-0.007	0.026	0.006
Si	-21.735	-5.438	9.533	0.011	-0.011	0.012
Si	-19.02	-2.717	9.532	-0.003	-0.009	0.001
Si	-16.295	-0.002	9.534	0	-0.008	0.01
Si	-13.585	2.713	9.531	-0.004	0.001	0.008
Si	-16.296	5.433	9.545	0.012	-0.011	0.007
Si	-13.58	-8.183	9.524	-0.003	0.001	0.001
Si	-16.299	-5.449	9.536	-0.013	-0.004	0.003
Si	-13.585	-2.73	9.528	0.002	0.009	0.006
Si	-10.871	-0.014	9.525	0.011	0.001	0.004
Si	-8.16	2.704	9.493	-0.002	-0.011	0
Si	-10.87	5.419	9.498	-0.002	0.004	-0.002
Si	-8.147	-8.188	9.481	0.015	0.009	0.005
Si	-10.855	-5.461	9.51	0.008	-0.011	-0.001
Si	-8.15	-2.743	9.507	0.001	0.012	0.006
Si	-5.45	-0.028	9.489	-0.005	0.003	0.012
Si	-2.739	2.686	9.479	-0.001	0.001	-0.001
Si	-5.441	5.415	9.484	-0.007	0.008	0.004
Si	-2.736	8.109	9.497	0.006	-0.006	0.002
Si	-5.431	-5.479	9.491	0.001	0.008	0.009
Si	-2.739	-2.762	9.479	-0.003	-0.009	0.001
Si	1.292	-1.4	10.896	-0.002	-0.004	0
Si	4.003	1.332	10.944	0.009	-0.009	0.009
Si	1.303	4.038	10.899	-0.006	0.008	0.003
Si	3.993	6.761	10.938	-0.001	-0.005	0.002
Si	1.293	9.471	10.9	0.012	-0.002	0.001
Si	4.006	-4.105	10.933	-0.001	0	0.003
Si	6.725	-1.375	10.982	0	-0.004	0.018
Si	9.455	1.347	11.005	0.004	0.014	0
Si	6.717	4.06	10.978	0.01	-0.01	-0.005
Si	9.456	-9.522	10.987	0.005	0.006	-0.006
Si	6.71	-6.825	10.969	-0.003	0.011	-0.003
Si	9.453	-4.082	11.003	-0.003	-0.005	0.001
Si	12.2	-1.348	11.013	0.017	0.013	0.001
Si	14.957	1.383	10.981	0.009	0.004	-0.002
Si	12.208	4.079	10.995	-0.018	0.006	0
Si	14.95	-9.511	10.996	-0.007	0.001	0.01
Si	12.201	-6.796	11.005	0.012	-0.003	0.013
Si	14.949	-4.073	10.998	-0.012	0	0.009
Si	17.694	-1.333	10.963	-0.008	-0.004	-0.002
Si	20.422	1.383	10.935	-0.002	-0.012	0
Si	17.694	4.102	10.957	-0.004	0	0.006
Si	20.421	-9.512	10.919	0.008	0	-0.008
Si	17.691	-6.777	10.965	-0.001	-0.014	-0.002
Si	20.428	-4.05	10.915	-0.004	0.003	-0.011
Si	23.135	-1.338	10.892	-0.012	0.012	0.009
Si	25.855	1.374	10.857	0.007	-0.005	0.005
Si	23.143	4.096	10.894	0.003	0.02	-0.004
Si	25.853	-9.506	10.857	0.009	0.013	-0.004
Si	23.133	-6.784	10.88	0.006	-0.015	-0.01
Si	25.844	-4.071	10.853	-0.005	-0.005	0.001
Si	28.568	-1.345	10.833	0.014	-0.004	-0.004
Si	31.286	1.377	10.822	0.001	-0.021	-0.002
Si	28.568	4.089	10.83	-0.004	-0.006	-0.003
Si	31.286	-9.524	10.819	0	-0.008	0.001
Si	28.563	-6.795	10.831	-0.003	0.01	0.003
Si	31.287	-4.07	10.822	0.019	0.007	0.002
Si	-31.265	-1.343	10.808	-0.02	-0.002	-0.011
Si	-28.557	1.378	10.824	0.003	-0.013	-0.001
Si	-31.281	4.095	10.821	0.005	0.005	0.006
Si	-28.545	-9.507	10.833	-0.007	0.005	0.011
Si	-31.264	-6.799	10.825	0.006	0.004	0.001
Si	-28.545	-4.067	10.824	0.009	0.02	-0.006
Si	-25.832	-1.336	10.843	0.005	0	-0.007
Si	-23.122	1.39	10.852	0.001	0	0.004
Si	-25.831	4.098	10.84	-0.001	0.001	0.007
Si	-23.1	-9.506	10.853	0.003	-0.001	0
Si	-25.82	-6.787	10.838	0.001	0.005	0.003
Si	-23.1	-4.064	10.871	-0.002	0.005	-0.001
Si	-20.387	-1.345	10.88	0.002	0.008	0.003
Si	-17.659	1.359	10.888	-0.004	-0.005	-0.005
Si	-20.386	4.104	10.864	0.001	-0.015	-0.002
Si	-17.664	-9.518	10.881	-0.008	-0.005	-0.008
Si	-20.376	-6.794	10.891	0.005	-0.002	0.002
Si	-17.661	-4.082	10.886	0.007	0.003	-0.006
Si	-14.942	-1.368	10.89	-0.007	-0.001	-0.005
Si	-12.232	1.344	10.885	0	0.001	-0.001
Si	-14.944	4.063	10.898	-0.007	-0.006	0
Si	-12.231	-9.561	10.874	0.006	0.004	-0.004
Si	-14.946	-6.825	10.88	-0.006	0.011	0.003
Si	-12.226	-4.106	10.868	-0.008	0.004	-0.004
Si	-9.52	-1.394	10.869	-0.007	-0.013	0.004
Si	-6.821	1.319	10.848	0.006	0.002	-0.009
Si	-9.53	4.044	10.862	-0.001	-0.005	-0.004
Si	-6.808	-9.561	10.852	-0.005	-0.007	0.005
Si	-9.51	-6.845	10.856	-0.001	0.006	-0.004
Si	-6.797	-4.127	10.854	0	-0.011	-0.004
Si	-4.104	-1.41	10.845	-0.008	0.005	-0.009
Si	-1.394	1.323	10.859	-0.002	0.001	-0.005
Si	-4.103	4.032	10.847	-0.008	-0.007	-0.002
Si	-1.399	6.748	10.879	-0.015	0.016	0.006
Si	-4.096	9.46	10.863	0.01	-0.011	0.005
Si	-1.408	-4.13	10.864	-0.005	0.002	-0.004
Si	2.638	-0.046	12.28	-0.011	-0.01	-0.008
Si	5.362	2.688	12.321	0.009	0.017	-0.004
Si	2.649	5.39	12.293	0.005	0.008	-0.007
Si	5.351	8.122	12.304	0.006	-0.005	0.003
Si	2.649	10.835	12.261	-0.003	-0.006	-0.012
Si	5.354	-2.744	12.314	0.002	-0.004	-0.004
Si	8.091	-0.014	12.349	0.026	-0.001	-0.009
Si	10.838	2.712	12.328	0.005	-0.011	-0.007
Si	8.093	5.425	12.317	-0.004	0.005	-0.004
Si	10.831	-8.168	12.338	-0.018	0	-0.006
Si	8.072	-5.453	12.323	0.006	-0.015	-0.009
Si	10.83	-2.716	12.354	-0.001	0.007	-0.003
Si	13.581	0.026	12.33	-0.012	-0.01	-0.004
Si	16.332	2.739	12.318	-0.021	0.001	-0.01
Si	13.576	5.442	12.337	-0.004	-0.022	-0.002
Si	16.327	-8.134	12.324	0.001	0.027	-0.003
Si	13.581	-5.433	12.345	0.001	0	-0.004
Si	16.317	-2.687	12.311	0.003	-0.008	-0.01
Si	19.06	0.031	12.306	0.002	0.003	0
Si	21.785	2.755	12.278	0.006	0.006	0.001
Si	19.058	5.472	12.302	0.009	0.001	-0.005
Si	21.787	-8.142	12.256	-0.014	0.009	0.001
Si	19.064	-5.398	12.284	0.01	0.013	-0.009
Si	21.781	-2.693	12.276	-0.014	-0.023	-0.001
Si	24.498	0.027	12.241	-0.003	-0.012	-0.001
Si	27.216	2.742	12.21	0	0	0.002
Si	24.503	5.467	12.238	0.003	0.001	0.002
Si	27.206	-8.141	12.217	-0.002	-0.013	-0.003
Si	24.495	-5.427	12.24	-0.015	0.007	0.002
Si	27.209	-2.704	12.204	0.006	0	-0.007
Si	29.931	0.022	12.188	-0.003	0.01	0
Si	32.641	2.741	12.19	-0.013	-0.013	0.001
Si	29.924	5.455	12.195	0.006	0.003	-0.001
Si	32.645	-8.153	12.182	-0.005	0.001	-0.004
Si	29.919	-5.427	12.19	-0.004	0.003	-0.004
Si	32.65	-2.693	12.167	0.025	0.005	-0.006
Si	-29.91	0.016	12.183	0.004	0.012	-0.007
Si	-27.192	2.733	12.191	-0.01	-0.014	-0.01
Si	-29.916	5.456	12.183	-0.011	-0.012	-0.002
Si	-27.176	-8.144	12.194	0.004	0.005	-0.003
Si	-29.904	-5.426	12.182	-0.003	0.008	0.003
Si	-27.193	-2.704	12.19	-0.01	-0.014	0.001
Si	-24.476	0.025	12.207	-0.008	-0.005	0.002
Si	-21.752	2.747	12.209	0.002	0.005	-0.009
Si	-24.454	5.451	12.203	0.004	0.008	-0.005
Si	-21.745	-8.154	12.227	0.002	-0.004	0.005
Si	-24.472	-5.423	12.211	-0.005	-0.001	-0.001
Si	-21.746	-2.704	12.236	-0.003	-0.004	0.007
Si	-19.03	0.014	12.243	0.018	-0.001	0.005
Si	-16.303	2.708	12.256	0	-0.001	-0.003
Si	-19.026	5.452	12.235	0.008	0.007	-0.004
Si	-16.296	-8.182	12.25	-0.013	0.007	-0.001
Si	-19.01	-5.443	12.249	-0.009	0.011	0.009
Si	-16.31	-2.721	12.243	-0.003	-0.003	0.007
Si	-13.587	-0.013	12.251	0.005	0.006	0.004
Si	-10.884	2.697	12.252	0.009	-0.006	0.003
Si	-13.581	5.407	12.26	-0.009	-0.006	0.001
Si	-10.871	-8.207	12.22	-0.006	0	-0.003
Si	-13.592	-5.461	12.225	0.009	-0.014	-0.004
Si	-10.875	-2.756	12.233	0.005	0.005	0.002
Si	-8.177	-0.033	12.229	0.006	0.007	0.002
Si	-5.466	2.666	12.204	-0.004	-0.007	-0.01
Si	-8.17	5.395	12.213	0.004	0.01	-0.005
Si	-5.453	-8.226	12.232	-0.005	0.014	0.005
Si	-8.155	-5.496	12.214	0.005	0.005	0.001
Si	-5.456	-2.768	12.221	0.008	-0.004	0.009
Si	-2.752	-0.053	12.207	0.007	0.004	-0.001
Si	-0.054	2.67	12.257	0.011	-0.008	-0.008
Si	-2.756	5.375	12.231	0.004	-0.006	-0.005
Si	-0.051	8.102	12.259	0.005	0.007	-0.002
Si	-2.746	-5.503	12.229	0.003	0.017	-0.007
Si	-0.06	-2.778	12.242	-0.005	-0.004	-0.004
Si	1.292	1.315	13.642	-0.003	-0.003	0
Si	4.008	4.047	13.677	0.004	-0.009	0.006
Si	1.295	6.753	13.645	-0.007	0	0.002
Si	3.997	9.498	13.645	-0.017	0.019	-0.016
Si	1.287	-4.142	13.614	0.007	0	-0.012
Si	3.977	-1.4	13.665	0.013	0.027	0.004
Si	6.725	1.349	13.695	-0.009	0.002	0.016
Si	9.477	4.078	13.659	0.005	-0.013	-0.021
Si	6.72	6.771	13.66	0.02	0.003	0.002
Si	9.448	-6.807	13.662	0.001	0.019	-0.001
Si	6.721	-4.087	13.68	0.007	-0.005	0.008
Si	9.469	-1.351	13.709	-0.008	-0.011	0.011
Si	12.206	1.368	13.683	-0.009	0.022	-0.004
Si	14.948	4.076	13.67	0.016	0.001	-0.001
Si	12.205	-9.524	13.688	0.004	0.013	0.009
Si	14.965	-6.781	13.687	-0.003	-0.02	0.011
Si	12.22	-4.067	13.69	0.006	-0.016	0.009
Si	14.953	-1.33	13.665	-0.006	0.007	-0.017
Si	17.698	1.385	13.673	0.015	-0.015	0
Si	20.426	4.116	13.652	-0.005	-0.004	0.008
Si	17.698	-9.488	13.67	-0.005	0	0.012
Si	20.429	-6.774	13.608	-0.005	-0.009	-0.019
Si	17.693	-4.041	13.64	-0.015	0.011	-0.012
Si	20.416	-1.339	13.649	0	0.005	0.005
Si	23.157	1.397	13.622	-0.015	-0.008	0.002
Si	25.868	4.107	13.586	-0.001	0.008	-0.012
Si	23.155	-9.493	13.616	0	-0.002	-0.012
Si	25.85	-6.792	13.607	0.005	-0.001	-0.007
Si	23.14	-4.07	13.616	0.012	0.002	0.003
Si	25.861	-1.345	13.586	0.001	-0.002	0.003
Si	28.587	1.387	13.56	0.011	-0.019	-0.008
Si	31.282	4.102	13.559	0.008	0.01	-0.006
Si	28.569	-9.5	13.568	0.004	0.008	-0.005
Si	31.278	-6.794	13.545	0.011	-0.002	0.012
Si	28.558	-4.071	13.567	0	0.012	0.005
Si	31.295	-1.337	13.541	0.002	-0.003	-0.001
Si	34.019	1.387	13.54	0.003	-0.014	0.003
Si	-28.551	4.097	13.541	-0.001	0.015	0
Si	34.016	-9.496	13.548	0.009	-0.01	0.006
Si	-28.523	-6.765	13.547	0.011	-0.01	-0.002
Si	34.017	-4.041	13.521	-0.029	0.017	-0.01
Si	-28.54	-1.334	13.548	0.004	-0.021	-0.005
Si	-25.826	1.39	13.568	-0.007	0.013	0.009
Si	-23.089	4.109	13.581	0.017	-0.024	-0.001
Si	-25.799	-9.495	13.549	0.004	-0.002	-0.005
Si	-23.104	-6.777	13.565	-0.011	0.01	-0.004
Si	-25.838	-4.057	13.56	0.001	0.024	-0.005
Si	-23.124	-1.335	13.575	0.008	0.015	0.008
Si	-20.397	1.397	13.577	-0.022	0.014	-0.01
Si	-17.667	4.086	13.589	-0.002	-0.009	-0.012
Si	-20.383	-9.507	13.592	-0.004	0.009	-0.003
Si	-17.651	-6.817	13.605	0.021	-0.003	-0.001
Si	-20.371	-4.063	13.585	0.022	-0.009	-0.003
Si	-17.665	-1.347	13.596	-0.014	-0.007	-0.003
Si	-14.939	1.351	13.619	-0.005	-0.008	-0.004
Si	-12.245	4.037	13.64	-0.001	0.001	0
Si	-14.943	-9.554	13.613	0.013	-0.007	0
Si	-12.244	-6.849	13.562	-0.011	0.019	-0.017
Si	-14.955	-4.101	13.584	-0.02	0.017	-0.013
Si	-12.235	-1.395	13.595	0.006	-0.006	-0.004
Si	-9.542	1.316	13.603	-0.02	-0.004	-0.004
Si	-6.832	4.01	13.564	0.005	-0.011	-0.009
Si	-9.541	-9.593	13.585	0.002	0.008	-0.011
Si	-6.831	-6.882	13.584	-0.004	0.01	0.005
Si	-9.522	-4.145	13.57	0.002	-0.022	-0.005
Si	-6.835	-1.418	13.577	-0.01	0.005	-0.001
Si	-4.125	1.29	13.56	-0.011	0.007	-0.012
Si	-1.417	4.022	13.618	-0.008	0.003	0.006
Si	-4.116	6.711	13.603	0.01	-0.01	0.01
Si	-1.392	9.47	13.617	-0.005	-0.018	0.005
Si	-4.112	-4.153	13.576	0.006	-0.017	0
Si	-1.413	-1.412	13.589	-0.005	-0.007	-0.003
Si	-0.071	-0.065	14.978	0.014	0.02	-0.005
Si	2.653	2.667	15.022	-0.011	-0.005	-0.009
Si	-0.051	5.369	14.995	-0.002	0.009	0.003
Si	2.642	8.14	15	0.003	0	-0.011
Si	-0.028	-5.506	15.006	0.02	0.01	0.005
Si	2.616	-2.796	14.999	-0.02	-0.028	-0.008
Si	5.327	-0.017	15.017	-0.005	-0.04	0.006
Si	8.117	2.737	15.014	0.027	0.012	0.011
Si	5.373	5.417	15.035	0.007	-0.006	0.002
Si	8.089	8.135	14.998	-0.007	-0.004	-0.002
Si	5.348	10.86	15.011	0.003	-0.003	0.002
Si	8.079	-2.708	15.037	0.011	0.002	0.007
Si	10.853	0.018	15.052	0.008	0.005	0.003
Si	13.581	2.714	15.03	-0.003	-0.013	-0.004
Si	10.845	5.411	15.029	-0.026	-0.013	0.015
Si	13.598	-8.164	15.017	0.004	0.022	0.004
Si	10.824	-5.443	14.994	-0.015	-0.011	0.003
Si	13.598	-2.683	15.025	0.003	-0.001	0.001
Si	16.316	0.025	15.017	-0.004	0.004	-0.004
Si	19.061	2.759	15.017	-0.004	0	0.001
Si	16.314	5.451	14.992	-0.024	-0.009	-0.006
Si	19.067	-8.089	14.994	0.019	0.002	0.008
Si	16.337	-5.383	15.008	0.013	0.014	-0.003
Si	19.02	-2.675	15.012	0.008	-0.021	0.008
Si	21.794	0.032	14.974	0.001	0.008	0.001
Si	24.52	2.771	14.976	0.015	0.008	0.002
Si	21.797	5.49	14.993	-0.02	0.001	0.009
Si	24.501	-8.146	15.001	0.003	-0.001	0.013
Si	21.782	-5.44	14.979	-0.025	-0.002	0.001
Si	24.516	-2.716	14.96	-0.022	0.004	0.006
Si	27.222	0.042	14.92	0.006	0.005	-0.008
Si	29.926	2.753	14.937	-0.015	-0.014	0.007
Si	27.219	5.469	14.947	-0.003	-0.001	-0.004
Si	29.916	-8.14	14.937	0.003	0.003	0.01
Si	27.211	-5.431	14.961	0.007	-0.001	0.004
Si	29.92	-2.686	14.9	0.007	-0.006	0
Si	32.664	0.027	14.894	-0.001	0.017	0.005
Si	35.37	2.75	14.915	-0.006	-0.007	0.002
Si	32.648	5.47	14.908	-0.012	-0.012	0.008
Si	35.404	-8.132	14.887	-0.005	0.02	0.008
Si	32.639	-5.391	14.856	0.034	0.015	-0.006
Si	35.384	-2.701	14.899	0.006	0.005	-0.003
Si	-27.186	0.027	14.92	0.004	-0.009	-0.008
Si	-24.445	2.744	14.926	-0.006	0.01	-0.006
Si	-27.156	5.449	14.872	-0.017	-0.018	-0.009
Si	-24.45	-8.132	14.928	0.014	-0.009	0.01
Si	-27.172	-5.416	14.941	-0.012	0.017	0.002
Si	-24.502	-2.687	14.927	-0.013	-0.021	-0.008
Si	-21.762	0.038	14.92	0.016	0.006	0.002
Si	-19.055	2.771	14.945	0.014	-0.01	0.004
Si	-21.737	5.47	14.962	-0.004	-0.012	0.003
Si	-19.015	-8.17	14.961	-0.002	-0.013	0.006
Si	-21.741	-5.421	14.92	-0.004	-0.007	0.008
Si	-19.015	-2.707	14.952	0.001	0.008	0.016
Si	-16.311	0.008	14.964	0.003	0.013	0.014
Si	-13.595	2.68	15.027	0.01	0	0.014
Si	-16.294	5.397	14.973	-0.019	0.01	0.003
Si	-13.577	-8.192	14.956	0.002	0.002	-0.001
Si	-16.286	-5.466	14.961	-0.008	-0.005	0.017
Si	-13.602	-2.752	14.941	0.007	-0.006	0.008
Si	-10.899	-0.042	14.976	-0.001	0.012	0.008
Si	-8.189	2.678	14.952	0.019	0.017	0
Si	-10.888	5.396	14.994	0.013	-0.01	0.004
Si	-8.186	-8.261	14.947	-0.005	0.003	0.006
Si	-10.879	-5.52	14.914	-0.008	-0.009	-0.002
Si	-8.197	-2.78	14.941	0.009	-0.007	0.011
Si	-5.475	-0.067	14.929	0.006	-0.002	0
Si	-2.795	2.637	14.942	0.017	-0.007	0
Si	-5.482	5.323	14.953	-0.013	0.013	0.006
Si	-2.739	8.073	14.941	0.013	0.024	-0.006
Si	-5.477	-5.518	14.927	0.009	0.003	0.011
Si	-2.75	-2.802	14.933	-0.009	0.001	0.004
O	2.621	0.735	22.349	-0.482	-0.102	-0.169
O	-0.221	-2.888	22.235	-0.149	-0.001	0.766
O	5.306	-0.154	-7.128	0.131	-0.362	-0.196
O	4.488	2.562	22.657	-0.216	0.192	-0.204
O	3.326	5.865	23.401	-0.338	0.263	0.113
O	1.97	3.753	22.914	-0.128	-0.51	0.074
O	3.774	-5.478	25.893	-0.438	0.06	0.165
O	5.294	7.465	22.939	0.262	-0.104	-0.335
O	1.439	-6.446	23.075	-0.018	0.621	0.163
O	0.437	7.754	24.159	0.207	-0.569	-0.089
O	4.011	-4.543	23.371	0.213	-0.294	0.104
O	5.439	-2.725	22.199	-0.021	0.113	0.167
O	7.388	-1.231	23.011	0.206	-0.526	0.211
O	8.783	-3.355	-4.204	-0.307	0.066	0.571
O	9.586	1.871	-6.15	-0.157	-0.521	0.075
O	10.872	2.641	22.239	-0.089	-0.063	0.604
O	6.678	3.88	23.167	-0.111	0.431	0.745
O	8.164	5.622	22.084	0.143	0.173	0.265
O	9.624	7.546	23.067	0.04	-0.212	0.508
O	7.073	-6.998	23.194	0.373	0.243	0.338
O	8.452	-5.131	22.095	0.162	-0.212	0.23
O	10.492	-3.052	22.083	-0.271	-0.18	0.274
O	10.518	0.644	24.857	-0.374	-0.058	-0.279
O	11.634	-0.984	23.086	0.359	0.028	0.196
O	10.787	-4.388	25.486	0.305	-0.151	-0.21
O	13.52	2.328	-3.283	0.14	0.128	0.162
O	16.005	2.414	22.947	0.247	0.124	-0.113
O	12.627	4.403	23.212	-0.073	0.122	0.233
O	19.187	5.67	-4.66	0.515	0.277	0.556
O	16.209	-8.176	22.176	-0.139	0.134	0.334
O	11.614	-7.128	22.982	0.277	-0.101	0.385
O	13.426	-5.516	22.124	0.07	0.043	0.461
O	15.487	-4.498	23.202	-0.194	0.225	0.414
O	16.279	0.643	-5.339	0.525	0.329	-0.341
O	18.21	-1.332	23.332	-0.494	-0.454	0.389
O	19.354	0.491	22.052	-0.094	-0.184	0.642
O	21.712	1.109	24.728	0.278	0.628	0.009
O	21.462	2.464	22.079	-0.349	-0.019	0.302
O	13.662	7.518	0.128	-0.13	0.166	0.116
O	14.519	-7.468	-1.835	0.34	-0.286	0.031
O	19.276	5.653	22.137	-0.146	-0.258	0.622
O	22.56	-6.781	23.148	-0.38	0.308	0.425
O	12.39	8.056	-6.06	0.047	-0.111	0.591
O	23.597	-4.681	-5.612	0.126	-0.328	-0.051
O	17.64	-6.168	22.976	0.353	0.051	0.603
O	20.121	-4.135	23.359	-0.019	-0.334	0.162
O	22.912	-0.96	25.69	-0.161	0.088	-0.051
O	23.24	-0.592	23.065	0.505	0.228	0.252
O	26.111	0.563	23.072	-0.171	-0.415	0.065
O	28.707	4.454	23.328	-0.011	0.087	0.113
O	22.89	4.271	23.221	-0.403	0.015	0.156
O	21.262	7.26	22.965	-0.02	-0.141	0.41
O	25.228	5.31	22.946	0.201	-0.229	-0.143
O	26.463	7.575	23.157	-0.125	0.14	0.273
O	24.468	-5.252	22.161	-0.052	0.087	0.467
O	27.563	-3.887	24.533	0.553	-0.025	0.101
O	26.447	-6.352	24.301	-0.868	-0.091	-0.233
O	26.002	-3.102	22.717	-0.516	0.493	0.145
O	26.565	3.343	-7.02	-0.042	0.718	0
O	30.078	0.038	22.267	-0.278	-0.228	0.328
O	29.051	3.195	25.647	0.543	-0.031	0.202
O	32.097	1.657	23.139	0.15	-0.246	0.442
O	29.102	7.95	-3.462	0.163	-0.008	0.119
O	-32.544	-8.087	22.176	0.067	0.122	0.314
O	18.823	5.138	26.164	-0.19	-0.021	-0.637
O	28.568	-7.23	23.026	0.563	-0.266	0.189
O	29.879	-5.423	21.798	-0.335	0.152	0.152
O	31.386	-4.005	23.12	-0.091	-0.11	0.258
O	-32.469	-1.902	22.831	-0.43	0.184	-0.009
O	-30.651	-0.172	22.441	-0.09	0.455	-0.07
O	-29.949	3.629	-4.023	-0.092	0.135	-0.178
O	-28.697	1.153	23.17	0.078	0.545	0.666
O	32.007	5.796	-6.157	-0.333	0.082	-0.026
O	-32.105	3.762	22.156	-0.483	-0.202	-0.165
O	-29.934	5.463	22.087	-0.229	-0.154	0.294
O	-28.155	7.223	22.963	-0.149	0.215	0.508
O	-30.784	-6.3	23.113	0.391	0.019	0.01
O	-30.028	2.763	-6.902	-0.216	-0.102	0.684
O	-28.283	-4.002	22.958	-0.006	-0.514	0.42
O	-27.305	-2.71	20.992	-0.154	0.129	-0.637
O	-26.306	-2.135	23.242	0.378	0.032	0.494
O	-23.71	0.965	22.888	-0.464	0.041	0.206
O	-21.816	2.766	22.202	0.059	-0.134	0.211
O	-27.175	2.847	22.116	0.084	-0.122	0.29
O	-25.591	4.473	23.235	-0.224	-0.334	0.482
O	-26.145	2.565	25.891	0.302	0.384	-0.448
O	-19.803	8.08	24.74	-0.094	0.025	0.565
O	-26.357	-7.126	23.025	0.006	0.094	0.127
O	-26.328	5.552	-6.747	-0.069	0.341	-0.26
O	-24.492	-5.399	22.208	-0.119	-0.033	0.305
O	-22.746	-3.678	23.122	0.22	-0.246	0.324
O	-20.664	0.604	-6.871	-0.163	-0.553	-0.211
O	-20.891	-1.807	23.009	-0.101	-0.209	0.117
O	-19.065	-0.061	22.234	-0.224	-0.124	0.695
O	-17.986	3.816	23.716	-0.13	-0.018	0.054
O	-20.236	4.769	22.991	-0.293	0.607	0.113
O	-22.219	-7.168	25.008	-0.46	-0.122	-0.057
O	-18	6.849	23.24	-0.079	-0.187	0.173
O	-18.697	-5.039	22.081	-0.187	-0.225	0.432
O	-23.677	6.102	22.873	-0.077	-0.38	0.14
O	-17.286	7.685	25.709	0.271	-0.459	-0.231
O	-18.936	0.582	-4.837	-0.405	0.489	0.479
O	-21.742	-3.259	-3.433	-0.394	0.407	0.071
O	-16.682	-3.008	22.03	0.003	0.086	0.512
O	-14.174	1.18	24.997	-0.228	-0.391	-0.121
O	-11.11	2.478	21.798	-0.145	-0.204	-0.02
O	-15.408	3.63	23.107	0.366	-0.086	0.223
O	-13.574	5.425	22.328	0.158	0.193	0.66
O	-11.766	7.375	23.016	0.145	-0.148	0.102
O	-14.75	-6.172	23.172	0.517	0.204	0.306
O	-11.14	-4.764	26.118	0.257	-0.338	0.381
O	-12.006	-4.675	23.473	-0.236	0.058	0.128
O	-10.804	-2.748	22.26	-0.18	0.174	0.344
O	-8.776	-1.233	22.942	0.138	-0.152	0.088
O	-6.923	0.527	23.33	-0.09	0.187	0.514
O	-3.972	0.087	25.247	0.288	0.313	-0.386
O	-10.71	4.631	25.123	-0.643	0.107	0.073
O	-9.437	3.261	23.44	0.421	-0.061	0.383
O	-7.075	6.055	23.074	-0.35	-0.127	0.167
O	-4.114	4.876	-3.535	0.634	-0.114	0.328
O	-14.431	6.085	-5.57	-0.238	-0.151	-0.088
O	-9.591	-7.3	23.051	0.237	-0.112	0.39
O	-7.893	-5.332	22.214	0.025	0.024	0.457
O	-8.691	-0.081	25.259	-0.087	-0.198	-0.098
O	-5.766	-3.209	22.17	0.057	-0.079	0.268
O	-3.881	-1.557	23.183	0.626	0.441	0.111
O	-1.277	4.278	24.352	0.101	0.304	-0.154
O	-0.049	2.598	21.935	0.101	-0.117	0.233
O	-3.486	3.206	25.211	0.126	0.095	0.519
O	-5.413	2.491	22.254	0.152	-0.199	0.403
O	-3.417	4.2	22.818	0.305	0.292	0.07
O	-1.792	6.83	23.188	-0.099	-0.6	0.303
O	-0.628	5.843	-6.635	-0.675	-0.073	0.032
O	-9.757	2.208	25.921	0.245	0.281	0.318
O	-5.483	8.018	22.19	-0.037	-0.225	0.129
O	8.13	5.909	-7.019	-0.029	-0.157	-0.44
O	3.575	-0.329	24.514	0.462	-0.063	-0.451
O	2.79	-0.62	-6.473	0.085	0.09	0.152
O	-0.102	8.118	21.671	0.015	0.024	0.064
O	3.715	1.947	-6.866	-0.451	-0.18	0.413
O	6.505	0.503	-3.062	0.593	-0.169	-0.015
O	-4.886	-7.896	-5.942	-0.13	0.375	0.023
O	3.392	4.497	-3.875	-0.337	-0.289	0.012
O	0.071	2.872	26.018	-0.244	-0.057	0.358
O	-0.882	-6.365	-2.941	-0.375	-0.574	0.081
O	-6.464	-2.522	-6.237	0.639	-0.196	0.508
O	1.21	-4.883	-3.636	0.144	-0.34	-0.201
O	-1.508	8.027	25.791	-0.275	-0.245	0.072
O	7.069	0.799	-5.573	0.036	0.272	0.039
O	6.545	1.204	23.132	-0.095	-0.201	-0.525
O	10.765	6.068	-6.835	0.175	0.136	-0.017
O	-3.412	-5.581	25.201	0.438	0.254	0.652
O	7.203	7.229	24.852	0.502	-0.332	-0.181
O	8.126	-4.338	25.151	-0.117	0.111	-0.666
O	2.92	-3.134	25.256	-0.024	0.265	-0.541
O	5.731	7.05	-6.406	-0.44	-0.23	-0.171
O	13.005	-0.29	25.067	0.08	-0.438	-0.082
O	14.505	0.389	23.076	-0.203	-0.621	0.044
O	15.518	-0.377	25.543	0.622	-0.371	-0.231
O	7.028	6.653	-1.768	0.1	-0.103	0.186
O	9.733	3.302	25.519	0.089	0.229	-0.737
O	13.782	0.991	-5.957	-0.45	-0.112	0.677
O	11.15	7.748	25.133	-0.124	0.305	0.127
O	14.169	-7.271	-4.378	0.064	-0.511	0.113
O	16.949	4.541	-3.921	-0.448	-0.336	-0.245
O	18.213	-7.546	-3.525	0.173	-0.103	0.045
O	9.395	4.362	-5.32	0.065	0.305	0.52
O	18.334	3.464	-5.824	-0.366	-0.708	-0.088
O	17.421	4.48	23.184	0.341	0.202	0.413
O	24.099	5.23	25.399	-0.42	-0.438	0.637
O	25.669	7.19	26.122	0.045	0.376	0.326
O	25.285	0.719	25.525	-0.525	-0.485	0.119
O	17.668	-4.042	24.416	-0.398	0.658	-0.049
O	14.249	6.487	22.927	0.009	0.249	0.084
O	17.945	-7.564	-0.932	0.171	-0.217	0.011
O	24.072	0.405	-5.365	0.394	-0.166	0.085
O	19.188	0.26	25.221	-0.719	-0.093	0.205
O	27.952	7.994	25.306	0.7	0.276	0.288
O	27.969	0.218	-3.671	0.486	-0.28	-0.4
O	25.297	-4.55	25.808	-0.324	-0.134	-0.413
O	11.065	2.684	-4.187	-0.173	-0.082	0.511
O	22.003	-2.749	22.102	0.095	-0.139	0.03
O	19.382	-2.465	25.375	-0.179	0.036	0.745
O	26.535	-1.443	24.713	-0.32	-0.229	0.433
O	24.668	-3.489	-3.1	-0.455	-0.23	-0.246
O	27.548	5.399	25.56	-0.505	-0.294	0.205
O	31.832	-2.592	25.257	0.12	0.594	-0.04
O	31.843	3.99	24.338	-0.176	-0.337	0.258
O	13.301	-5.345	-2.828	-0.146	0.21	0.547
O	30.095	5.627	25.179	-0.057	0.368	0.458
O	30.395	-6.106	25.983	0.024	-0.536	-0.624
O	27.857	0.851	25.143	0.645	-0.003	-0.313
O	29.491	-5.909	-2.614	0.146	0.069	0.241
O	29.684	-3.146	-6.797	-0.444	0.404	0.077
O	-26.067	0.862	-5.962	0.309	0.258	0.243
O	30.596	-7.98	-1.248	0.11	0.421	-0.02
O	-27.59	3.468	-3.033	-0.223	-0.036	0.061
O	-25.049	3.791	-3.621	0.067	-0.354	-0.243
O	-29.144	-5.425	-3.514	-0.327	0.187	-0.017
O	-32.189	-6.237	25.316	-0.07	-0.318	-0.071
O	-31.498	7.662	-6.032	0.77	0.023	-0.032
O	-11.503	-6.958	24.742	0.031	-0.136	0.447
O	-31.478	-3.949	24.124	0.235	0.477	-0.079
O	17.201	6.657	-2.374	-0.06	0.097	-0.322
O	-28.777	-1.522	23.596	-0.248	-0.117	-0.31
O	-30.204	0.047	25.1	-0.62	-0.093	0.254
O	-17.04	1.535	22.921	0.511	-0.197	0.088
O	-8.276	2.863	-3.426	0.302	0.314	-0.722
O	-24.085	5.317	25.317	0.86	-0.257	0.012
O	-25.276	0.273	24.888	-0.199	-0.412	-0.372
O	-24.54	7.227	-5.797	0.123	-0.083	0.308
O	-23.912	4.698	-5.699	0.058	-0.29	-0.286
O	-29.664	-5.248	25.35	0.075	-0.251	-0.156
O	-28.455	3.961	25.346	0.288	0.182	-0.609
O	-22.972	0.667	-5.59	-0.159	0.247	0.23
O	-26.589	-5.217	-3.587	0.044	0.197	-0.81
O	-15.948	-1.717	25.62	-0.075	-0.146	-0.009
O	-21.64	2.917	-6.219	-0.57	0.244	0.327
O	-13.124	5.027	-2.591	-0.11	0.134	0.337
O	-8.052	1.538	-5.873	0.033	0.597	0.399
O	-20.019	4.988	-5.64	-0.392	0.474	-0.432
O	8.263	2.562	-0.413	-0.193	-0.112	-0.265
O	-0.087	4.851	-3.454	-0.403	-0.088	-0.189
O	-16.238	-8.032	22.179	-0.03	-0.219	0.232
O	-24.062	-4.698	-3.266	-0.095	0.557	-0.141
O	-21.625	-6.686	-5.865	0.502	-0.275	-0.116
O	-21.514	-2.934	25.316	0.086	-0.023	0.101
O	-13.447	-2.405	25.16	0.065	-0.22	-0.263
O	11.878	2.669	-7.135	-0.16	-0.007	-0.182
O	-10.094	6.396	-6.195	0.432	-0.475	0.116
O	-8.174	5.411	25.379	-0.051	-0.389	0.519
O	-16.421	2.46	25.275	-0.494	0.122	0.392
O	-10.366	0.502	-5.976	0.022	0.222	0.147
O	4.518	-1.26	-2.462	0.028	0.185	-0.603
O	-25.83	6.927	24.198	0.27	0.179	0.398
O	-10.87	-2.288	25.553	0.423	0.11	-0.527
O	-12.535	4.402	-5.075	0.463	-0.124	-0.59
O	-15.43	-4.008	24.488	-0.771	-0.062	-0.157
O	-7.713	7.897	-3.742	-0.244	-0.098	0.391
O	1.181	1.647	-5.869	0.371	-0.149	0.233
O	-1.188	1.773	-4.954	-0.096	0.13	-0.115
O	3.861	7.031	-4.452	0.416	0.309	0.249
O	-11.29	6.429	-3.887	0.282	0.095	0.39
O	-5.773	-6.784	25.805	-0.115	0.18	-0.52
O	-5.206	-5.129	-3.531	0.012	-0.102	-0.233
O	-10.008	7.213	24.915	0.107	0.25	0.468
O	-13.885	8.091	-3.766	-0.196	0.078	0.039
O	24.832	2.432	-1.052	-0.128	0.346	0.357
O	-7.95	-3.485	-4.145	-0.072	0.22	0.154
O	-2.556	3.912	-5.309	0.584	-0.013	0.079
O	-1.4	-1.181	-5.76	-0.165	-0.083	0.059
O	-2.095	-4.462	23.128	-0.178	0.277	0.296
O	-4.888	4.775	-6.15	-0.521	0.313	0.2
O	1.29	-1.157	23.352	0.062	-0.39	0.659
O	1.186	5.103	24.928	0.029	0.596	0.237
O	-2.635	-4.862	-4.221	0.307	0.457	0.052
O	19.211	3.272	-3.359	0.363	0.264	0.418
O	30.789	2.309	-3.157	0.56	-0.087	0.204
O	-8.368	-8.027	-0.222	0.012	-0.103	-0.197
O	0	-2.679	-3.993	-0.403	0.03	0.304
O	-4.022	-6.238	22.802	-0.567	0.001	0.337
O	2.831	-7.727	24.94	0.395	-0.612	-0.008
O	0.312	-0.125	-4.047	0.508	-0.127	0.099
O	-0.649	0.26	25.931	-0.532	0.199	-0.058
O	6.369	4.185	-1.224	-0.499	-0.196	-0.088
O	2.229	-1.72	-1.108	0.154	0.167	-0.274
O	-1.656	-6.927	23.653	0.022	0.336	-0.277
O	-2.269	-3.348	-1.551	-0.147	0.13	-0.476
O	2.892	7.981	-0.449	0.089	0.104	-0.668
O	-3.717	1.581	-5.739	-0.057	-0.347	0.015
O	25.43	4.389	-2.728	0.129	0.03	-0.269
O	1.833	-3.124	-5.777	-0.024	-0.341	-0.14
O	4.994	0.768	-0.937	0.018	-0.2	0.007
O	5.596	2.638	-4.171	-0.057	-0.397	0.072
O	9.172	-5.074	-6.255	0.114	-0.355	0.278
O	8.498	-3.055	-0.257	0.186	-0.122	-0.672
O	-20.588	-3.471	-5.794	0.384	-0.062	-0.282
O	1.483	1.11	24.77	0.227	0.466	-0.089
O	5.401	-7.296	25.105	0.206	0.419	0.557
O	-22.989	0.72	-1.151	-0.371	-0.031	-0.22
O	10.984	-1.825	25.524	-0.229	-0.054	-0.012
O	5.927	-7.72	-4.314	-0.298	0.15	0.516
O	-19.036	2.652	-6.375	0.349	0.094	-0.25
O	16.08	0.156	-0.052	0.032	0.121	-0.381
O	28.196	2.656	-3.082	-0.325	0.634	0.345
O	20.62	7.326	-6.111	0.278	-0.027	0.112
O	7.722	0.174	25.231	0.552	0.069	0.168
O	14.043	1.479	-0.962	-0.186	0.209	0.064
O	12.258	-5.675	-5.183	-0.72	0.085	-0.306
O	19.809	2.799	25.409	0.343	-0.027	-0.303
O	14.194	-6.459	-6.821	0	-0.05	-0.619
O	16.57	-6.384	-5.639	-0.072	0.219	0.041
O	31.898	5.33	-3.614	0.184	-0.687	0.217
O	-24.792	-7.117	-4.029	0.433	-0.316	0.263
O	32.365	6.512	-1.367	0.361	-0.156	-0.095
O	15.143	0.219	-3.018	-0.03	-0.25	0.021
O	12.449	0.079	-2.569	0.024	-0.286	-0.483
O	17.079	-1.399	-4.033	-0.579	-0.393	0.051
O	14.902	5.368	-2.587	-0.081	0.275	-0.288
O	17.061	4.195	-1.375	-0.011	-0.555	-0.501
O	-23.258	-1.312	24.134	-0.35	0.059	-0.201
O	18.494	-3.29	-5.389	-0.556	0.166	0.035
O	12.969	-2.876	-7.071	-0.133	-0.147	-0.253
O	23.045	-4.156	-1.192	-0.342	0.132	0.257
O	-13.534	-5.526	25.428	-0.078	-0.112	0.509
O	19.055	-5.913	-5.368	0.04	0.055	-0.079
O	29.63	5.889	-4.943	0.046	-0.294	0.098
O	-19.007	-8.086	-0.367	-0.253	0.124	-0.311
O	19.343	-2.204	-3.136	0.382	-0.066	-0.088
O	-22.732	-1.968	-5.761	-0.397	-0.161	0.086
O	24.177	2.893	-6.173	-0.317	0.437	-0.014
O	5.833	5.16	-3.586	0.255	0.175	-0.426
O	23.812	2.451	-3.569	-0.437	-0.197	-0.016
O	27.412	5.921	-3.486	-0.134	-0.171	-0.243
O	5.562	-3.616	25.328	0.175	0.283	-0.235
O	17.139	3.172	25.32	-0.267	-0.53	0.258
O	8.295	2.365	-3.922	0.088	0.017	0.559
O	-12.638	-0.557	-6.14	-0.36	0.312	0.37
O	19.713	7.181	-1.656	0.199	0.012	-0.538
O	-17.286	-6.589	-5.547	-0.14	0.34	-0.075
O	-22.186	6.807	-1.339	0.131	-0.012	0.066
O	21.796	-0.728	-5.276	-0.114	-0.458	0.229
O	21.435	-7.894	25.327	-0.359	0.039	-0.073
O	31.288	1.042	-5.438	-0.493	0.056	-0.563
O	19.222	-0.72	-5.375	-0.411	-0.12	-0.551
O	-19.808	3.471	-3.562	0.525	-0.441	-0.035
O	7.924	-7.938	-6.008	0.458	0.152	-0.183
O	-28.002	-3.057	-3.439	-0.094	0.556	0.376
O	29.635	-3.329	-3.069	0.112	0.713	-0.253
O	29.277	-5.055	-5.017	0.156	-0.621	0.069
O	27.303	4.993	-0.937	-0.528	0.237	0.336
O	-1.966	-1.729	25.036	0.34	-0.637	-0.262
O	16.292	-6.162	25.191	-0.031	-0.521	-0.027
O	-22.725	-4.454	-6.877	-0.388	0.172	-0.039
O	-30.825	5.339	-7.122	0.067	0.281	0.047
O	-26.539	-7.399	-5.939	-0.275	-0.425	0.223
O	29.457	-3.089	-0.385	0.216	-0.3	0.491
O	32.328	7.868	-3.793	-0.201	0.163	-0.008
O	31.983	-6.722	-5.831	-0.189	0.048	-0.054
O	-27.39	-5.057	-6.945	0.451	0.13	-0.202
O	-30.915	6.384	-3.051	-0.121	-0.017	-0.266
O	31.077	-1.598	-1.653	0.013	0.121	-0.153
O	31.425	-1.577	-5.604	-0.179	-0.018	0.366
O	-24.325	8.091	-0.424	-0.016	-0.147	-0.425
O	-26.986	0.145	-3.553	-0.58	0.081	0.043
O	-22.515	-0.644	-3.388	0.136	-0.417	0.023
O	-31.547	-1.373	-1.474	0.214	0.181	-0.58
O	-22.474	3.39	-3.651	-0.185	-0.137	0
O	26.227	0.393	-1.633	-0.441	-0.058	-0.39
O	-24.203	2.796	-0.126	0.07	0.251	0.094
O	-31.171	-6.634	-4.394	-0.347	0.471	0.505
O	-27.744	-3.264	25.319	0.278	0.17	0.364
O	-7.564	-7.923	-6.311	-0.106	-0.158	-0.273
O	-22.781	0.993	25.319	-0.13	0.234	-0.111
O	9.031	0.821	22.917	-0.142	-0.179	0.074
O	-27.827	0.666	25.612	0.017	-0.034	-0.525
O	-10.762	3.898	-3.281	-0.022	-0.138	-0.068
O	-21.022	1.42	-2.671	0.242	-0.222	-0.529
O	-18.993	2.716	-0.346	0.128	0.136	-0.609
O	-14.516	3.519	-6.563	0.144	0.315	-0.397
O	-19.396	-4.325	-3.521	-0.022	0.114	-0.306
O	-20.557	5.945	-3.224	0.069	0.11	-0.048
O	-20.547	-6.317	23.198	0.048	0.24	0.299
O	-31.603	-0.121	-5.544	0.159	0.146	-0.688
O	-17.718	-6.109	-2.927	0.693	-0.071	0.099
O	-17.131	-1.15	-5.456	0.203	-0.699	-0.063
O	-18.044	-0.171	26.049	-0.202	0.139	-0.571
O	-15.58	6.135	-2.947	0.04	0.297	-0.388
O	-15.76	-1.248	-1.125	-0.185	-0.116	-0.304
O	-15.783	1.078	-6.388	0.076	0.314	0.25
O	15.275	-4.092	-6.329	0.473	0.287	0.174
O	-11.966	-0.152	24.806	0.555	-0.045	-0.151
O	-5.963	6.939	25.26	0.631	0.134	-0.386
O	-29.037	-6.753	-5.885	-0.353	-0.134	-0.234
O	-17.631	6.411	-1.465	0.166	-0.392	-0.075
O	-3.216	6.558	-5.226	0.68	0.075	-0.129
O	-19.602	-7.229	-4.35	0.001	-0.181	-0.201
O	-10.851	-2.184	-5.313	-0.092	-0.34	0.669
O	-12.581	7.51	-1.391	-0.233	0.075	-0.23
O	-6.71	0.738	-3.742	0.264	-0.34	0.33
O	-10.124	1.564	-2.249	-0.01	0.073	0.274
O	9.422	7.352	-1.118	0.416	0.341	-0.24
O	-31.462	3.343	-1.902	-0.368	0.203	-0.227
O	22.997	4.052	-1.667	-0.151	-0.059	-0.46
O	-25.826	1.835	-2.003	0.218	0.026	-0.111
O	-12.407	7.788	-5.852	-0.153	0.413	-0.294
O	-18.968	5.699	25.253	-0.245	-0.226	0.385
O	30.812	3.654	-5.385	-0.274	-0.264	-0.368
O	20.344	0.907	-3.685	0.457	-0.198	0.263
O	19.604	1.654	-1.316	-0.543	0.252	0.162
O	-5.809	-4.387	25.083	-0.385	-0.209	-0.461
O	4.542	6.103	-1.369	-0.41	-0.197	-0.645
O	-12.184	0.504	-1.201	-0.134	-0.507	-0.205
O	-27.839	3.776	-5.602	-0.028	-0.145	0.153
O	-3.092	2.184	-3.299	-0.49	-0.132	-0.068
O	-0.739	6.763	-1.664	0.216	-0.353	-0.179
O	-2.104	1.931	23.264	-0.39	-0.466	0.454
O	-1.988	-1.259	-3.196	-0.116	0.57	0.221
O	-5.154	4.83	-1.121	-0.636	0.284	0.137
O	13.094	5.972	25.268	0.313	-0.229	0.162
O	-4.994	-6.493	-1.345	-0.094	-0.209	-0.291
O	-14.934	3.926	-4.068	-0.518	-0.462	-0.061
O	-7.48	-5.546	-2.385	-0.233	-0.418	0.196
O	0.58	-2.095	25.931	0.005	-0.243	-0.164
O	-6.846	-1.851	24.701	0.073	0.007	-0.444
O	-29.099	-3.295	-5.88	-0.523	-0.016	0.185
O	0.24	-0.155	-0.384	0.22	-0.133	-0.29
O	-14.953	-1.619	23.239	0.373	0.397	0.263
O	2.996	2.498	-0.382	-0.031	-0.02	-0.282
O	0.778	2.342	-3.285	0.567	-0.192	0.214
O	-30.502	1.132	-3.36	0.413	-0.174	0.587
O	-12.153	-6.56	-2.756	0.008	-0.12	-0.836
O	28.41	1.995	-5.701	0.439	-0.125	0.065
O	-0.032	-4.604	-1.208	0.677	0.089	0.151
O	-28.52	5.774	-4.041	0.354	0.256	-0.489
O	21.586	0.014	-0.484	-0.14	-0.109	-0.007
O	4.013	-3.624	-1.328	-0.213	-0.07	-0.221
O	10.031	0.855	-1.503	0.193	0.036	-0.366
O	-6.508	7.213	-1.438	0.16	-0.106	-0.083
O	11.21	-3.859	-3.427	0.147	-0.038	0.441
O	-0.942	-6.219	-5.55	0.36	0.332	-0.095
O	-8.177	-5.967	-4.817	0.3	0.036	-0.527
O	2.671	-2.747	-3.43	0.359	0.001	-0.339
O	-29.221	0.7	-5.673	0.645	0.322	0.26
O	14.332	1.921	25.347	0.334	0.603	-0.227
O	5.587	-5.504	-0.404	0.099	-0.092	-0.259
O	7.486	-7.171	-1.102	0.308	0.404	-0.375
O	6.801	-1.232	-1.207	0.074	-0.407	-0.404
O	3.38	3.798	25.182	0.041	-0.086	0.207
O	-6.633	5.482	-3.274	-0.392	-0.177	0.052
O	11.193	-1.217	-0.676	-0.476	-0.268	-0.054
O	-13.041	0.864	22.68	-0.332	-0.399	0.028
O	12.004	-7.163	-1.104	-0.42	0.167	-0.631
O	8.388	-8.134	-3.401	0.601	-0.058	-0.27
O	-16.198	-5.46	-0.322	-0.097	0.119	-0.319
O	17.516	-1.431	-1.322	-0.513	0.251	-0.26
O	13.459	3.533	-5.506	0.391	0.5	0.096
O	10.527	-5.165	-0.2	-0.195	-0.003	-0.152
O	20.642	-4.985	-1.173	-0.168	-0.167	-0.357
O	13.332	-2.553	-0.112	-0.023	0.288	-0.164
O	17.682	-3.967	-2.164	0.124	-0.143	-0.039
O	-27.754	-7.85	25.175	-0.599	-0.013	-0.039
O	19.412	-2.831	-0.525	-0.046	0.618	0.112
O	17.726	1.061	-3.143	-0.101	-0.033	0.032
O	-27.933	-4.611	-1.313	0.385	-0.162	0.172
O	12.46	4.749	-3.494	-0.43	0.407	-0.361
O	15.817	5.745	0.099	-0.031	-0.046	-0.379
O	20.888	-1.146	23.87	0.087	-0.275	-0.556
O	23.141	7.732	-6.502	0.064	-0.318	0.631
O	15.136	-3.73	-1.335	-0.228	0.511	-0.378
O	16.486	-5.555	-0.369	-0.133	0.45	0.231
O	-9.172	3.826	-1.224	0.75	0.003	0.163
O	1.76	6.516	-2.886	0.303	0.074	0.498
O	-5.875	4.358	24.8	0.064	-0.287	-0.421
O	-32.223	-5.868	-0.418	0.176	-0.05	-0.442
O	27.246	2.697	22.164	-0.175	0.174	0.292
O	10.813	-2.432	-5.573	-0.305	0.054	-0.012
O	21.451	5.603	-0.446	0.157	0.066	-0.403
O	15.034	4.458	24.355	-0.073	-0.094	0.556
O	25.744	6.797	-1.59	-0.148	0.619	-0.325
O	28.383	-1.896	22.952	0.305	-0.162	0.354
O	22.167	-5.245	-3.413	0.166	0.039	-0.017
O	-24.156	-6.598	-6.562	-0.07	0.123	-0.504
O	27.296	-4.424	-3.282	-0.216	-0.214	0.397
O	23.453	-1.628	-1.425	0.229	0.332	-0.38
O	20.999	-4.136	-5.427	0.113	0.531	-0.002
O	27.713	-5.034	-7.004	-0.056	-0.463	0.313
O	-18.086	-4.06	-1.259	0.063	0.462	-0.345
O	29.713	1.562	-0.975	-0.262	-0.265	0.067
O	-7.288	1.636	-1.308	-0.128	0.203	-0.017
O	29.628	4.033	-1.406	0.618	0.2	0.029
O	-11.881	2.445	24.441	-0.303	0.305	0.105
O	28.091	-7.499	-1.192	-0.224	-0.533	-0.376
O	25.439	-3.211	-0.702	0.268	0.422	-0.064
O	27.04	-5.333	-0.244	-0.144	-0.044	-0.619
O	-29.688	-1.315	-4.176	0.011	-0.029	0.487
O	31.216	6.194	22.881	-0.15	-0.411	0.232
O	32.205	0.646	-1.016	0.094	0.377	-0.116
O	32.306	-0.333	-3.463	-0.09	0.242	0.101
O	-28.068	0.705	-1.226	-0.403	-0.083	-0.226
O	-29.726	2.544	-0.291	-0.114	0.078	0.139
O	-32.265	2.707	-4.37	-0.093	0.008	-0.201
O	20.647	1.448	-6.215	0.507	0.516	0.313
O	-28.674	6.655	-1.607	0.641	-0.438	-0.026
O	-30.188	-7.898	-0.438	-0.022	0.167	-0.754
O	31.538	-4.182	-1.495	0.438	-0.052	-0.485
O	-10.216	-6.356	-1.031	-0.318	0.152	-0.056
O	1.396	-6.677	-1.668	0.018	-0.253	-0.485
O	-9.972	-7.779	-4.908	-0.283	0.15	0.081
O	4.798	4.239	-6.015	0.102	0.682	-0.307
O	-25.9	-0.761	-1.311	-0.058	-0.213	-0.343
O	-23.278	5.808	-3.428	-0.539	0.239	0.038
O	-1.223	3.394	-1.777	0.001	0.299	0.477
O	1.713	5.912	-5.416	0.093	-0.539	-0.328
O	-25.956	4.362	-1.227	0.076	0.684	0.031
O	-21.706	7.748	22.8	0.103	-0.153	0.125
O	-5.741	2.999	-2.925	0.469	-0.238	-0.285
O	-8.901	-3.115	-6.617	0.211	-0.363	-0.261
O	-29.093	-8.05	-3.608	0.162	0.163	-0.002
O	-24.817	-0.946	-4.593	-0.067	-0.314	0.188
O	-19.924	-5.937	-1.388	-0.653	-0.185	-0.342
O	24.36	-8.058	-0.128	0.269	-0.053	-0.096
O	6.844	-3.908	-5.917	-0.371	0.035	0.133
O	-15.033	-7.807	-6.204	-0.074	0.214	-0.21
O	22.597	-6.698	-1.287	-0.374	-0.319	-0.547
O	-32.565	6.369	25.041	0.054	0.609	-0.252
O	1.25	4.119	-1.365	0.28	0.156	-0.533
O	23.634	7.497	24.305	0.08	0.155	-0.398
O	-22.492	-4.484	-1.222	0.363	-0.564	0.172
O	-24.283	-2.642	-0.426	-0.11	0.082	-0.56
O	-20.872	-0.808	-1.313	0.178	0.035	-0.049
O	-19.512	-1.817	-4.138	-0.122	0.063	-0.077
O	-17.278	0.852	-0.974	0.297	0.24	-0.485
O	-5.075	7.589	-3.53	0.06	-0.029	0.401
O	-13.585	2.595	-0.384	-0.183	0.138	-0.241
O	-15.954	-6.412	25.593	-0.255	0.318	0.023
O	10.293	-1.343	-3.164	-0.142	0.267	-0.128
O	-18.032	5.367	-3.839	0.204	-0.317	-0.197
O	21.79	-6.632	-5.553	-0.274	-0.045	0.127
O	-27.278	-1.501	-5.453	-0.012	-0.197	-0.677
O	-18.453	-1.528	-0.676	0.144	-0.399	0.227
O	-3.992	-2.848	-3.685	-0.384	0.403	-0.557
O	-13.65	-2.693	-0.424	-0.036	-0.012	-0.486
O	-11.858	-4.328	-1.401	-0.4	0.167	-0.32
O	7.699	-5.807	-4.291	-0.099	-0.033	0.829
O	-11.425	-0.264	-3.636	-0.321	-0.175	0.066
O	-5.579	2.012	26.064	-0.495	0.129	-0.102
O	-14.465	-7.056	-1.462	-0.29	0.103	-0.507
O	-15.339	4.134	-1.37	-0.346	-0.206	-0.262
O	-10.93	5.595	-0.478	-0.027	0.101	-0.299
O	-21.722	-5.834	-3.396	0.111	-0.091	0.01
O	-0.37	7.185	-4.299	-0.407	0.428	0.044
O	18.124	7.872	-5.913	-0.4	0.116	-0.611
O	-21.953	8.003	-3.779	-0.303	0.152	-0.368
O	-9.992	-0.947	-1.449	0.184	-0.26	-0.566
O	-8.162	-2.655	-0.534	-0.018	0.149	-0.644
O	-20.236	3.503	25.238	-0.765	-0.222	-0.335
O	-5.444	0.147	-0.257	0.145	0.152	-0.473
O	-1.786	0.967	-1.357	-0.211	-0.55	-0.512
O	-3.529	2.806	-0.785	-0.185	-0.184	0.208
O	-25.457	-6.283	-1.578	-0.414	0.031	-0.136
O	-8.077	-0.995	-5.092	-0.366	-0.075	0.054
O	9.594	-6.551	24.626	-0.568	0.015	-0.033
O	-2.833	-8.115	-0.7	0.041	-0.087	-0.412
O	-5.916	-4.058	-1.11	0.803	0.232	-0.118
O	26.596	-1.841	-3.137	-0.391	0.018	-0.284
O	-3.966	-1.45	-1.464	-0.471	0.346	-0.474
O	0.714	-8.157	-6.365	0.529	0.119	-0.343
O	-30.961	3.042	24.302	0.135	0.175	-0.18
O	-2.926	-7.427	-4.194	0.151	-0.238	0.472
O	7.413	-1.578	-6.926	0.508	-0.092	-0.051
O	-4.398	-2.388	25.646	0.29	-0.34	0.537
O	19.606	-5.03	25.845	0.45	-0.449	-0.033
O	32.104	-4.027	-6.329	0.352	0.088	0.532
O	26.091	1.86	-4.554	0.132	0.382	0.206
O	-5.87	0.181	-6.203	-0.067	-0.324	-0.268
O	4.008	-7.243	-6.095	-0.6	0.116	0.09
O	23.884	-2.137	-6.131	0.075	-0.013	0.051
O	-21.162	3.778	-1.344	-0.291	0.245	-0.131
O	13.51	-3.386	-4.561	-0.017	0.564	0.603
O	-17.464	-0.719	-2.988	0.222	0.06	-0.19
O	24.806	3.03	24.493	-0.106	-0.075	-0.364
O	12.765	6.874	-2.208	-0.288	-0.017	-0.555
O	-17.333	7.826	-3.783	0.382	0.124	-0.402
O	-4.597	-4.463	-5.948	-0.304	0.26	0.061
O	-9.978	-4.933	-3.164	-0.164	0.195	-0.013
O	28.277	-1.046	-1.29	0.405	-0.243	-0.275
O	5.639	2.573	25.139	0.698	0.152	0.214
O	15.905	-5.646	-3.006	0.372	-0.13	-0.433
O	-29.74	-2.864	-0.476	-0.022	-0.203	-0.2
O	27.665	7.446	-5.638	-0.436	0.165	-0.076
O	10.962	5.555	-0.058	0.017	-0.136	-0.576
O	25.977	-3.393	-5.253	0.565	0.086	-0.337
O	14.82	-1.497	-5.861	0.334	-0.056	0.29
O	0.559	-6.507	25.655	0.109	0.73	0.295
O	13.079	4.447	-0.966	0.097	-0.271	-0.095

Results
total energy: -406605.804 eV
total energy less fixed offsets of O -438.25, Si -107.07 eV per atom: 6.996 eV
